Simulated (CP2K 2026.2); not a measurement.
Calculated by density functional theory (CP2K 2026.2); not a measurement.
Periodic cell of 1182 atoms, Si850O332, from a study of silicon, its oxide and their interface. The atomic structure is a simulated model.
Doubt: the forces sum to 2.07 eV/angstrom along one axis rather than to zero, so they err by at least 0.0017 eV/angstrom per atom on average; the grid cutoff is modest.

Settings: functional PBE; method Gaussian and plane waves; basis set DZVP-MOLOPT-SR-GTH; pseudopotentials GTH-PBE; grid cutoff 350 Ry, relative cutoff 50 Ry; k points Gamma only; occupations fixed; spin none; net charge 0.

Cell vectors (angstrom)
a, 16.4025, 0, 0
b, 0, 32.805, 0
c, 0, 0, 40.137

Atoms: element, x, y, z (angstrom)
Si, 0.1214, 32.545, 0.0236
Si, 2.4646, 2.9242, 40.0728
Si, 0.0697, 4.845, 39.8787
Si, 2.2422, 8.6779, 40.0437
Si, 0.0461, 10.9423, 40.0615
Si, 2.6645, 13.8149, 0.4111
Si, 0.638, 16.1143, 40.0805
Si, 2.9567, 18.8001, 0.1061
Si, 15.9011, 22.0127, 40.0551
Si, 2.332, 24.704, 39.9352
Si, 0.0815, 26.9953, 40.011
Si, 2.4026, 30.3196, 0.2787
Si, 5.8022, 32.2523, 0.1245
Si, 8.5103, 2.2737, 39.9235
Si, 5.6329, 5.3132, 39.7252
Si, 8.5577, 8.2139, 39.8635
Si, 4.7188, 11.4695, 0.034
Si, 7.9727, 13.2247, 39.6072
Si, 5.3008, 16.7705, 0.237
Si, 7.4712, 19.5804, 0.0797
Si, 5.3839, 21.935, 40.0218
Si, 8.0024, 24.7003, 0.3574
Si, 5.733, 26.8089, 40.0229
Si, 7.9061, 30.0771, 0.5874
Si, 10.5131, 32.6219, 0.3694
Si, 13.3814, 2.6315, 0.2524
Si, 10.5406, 5.7393, 39.8224
Si, 13.5134, 8.2854, 0.2859
Si, 11.3738, 10.4892, 40.0209
Si, 13.3981, 14.0111, 40.0221
Si, 11.1519, 16.1228, 0.1995
Si, 13.3756, 19.352, 39.9787
Si, 10.0789, 22.3698, 39.9565
Si, 13.781, 24.4237, 0.0125
Si, 10.0887, 28.0148, 0.2259
Si, 13.4416, 30.3013, 0.3528
Si, 1.3676, 1.2641, 1.304
Si, 4.2133, 4.0664, 1.0846
Si, 1.2053, 6.8334, 1.0422
Si, 3.8547, 9.6846, 1.3204
Si, 1.2264, 12.3585, 1.4651
Si, 4.1609, 15.1397, 1.5532
Si, 1.4483, 17.7041, 1.5168
Si, 3.9774, 20.6015, 1.3058
Si, 1.199, 23.1568, 1.2108
Si, 3.9674, 25.8514, 1.2164
Si, 1.1994, 28.6122, 1.344
Si, 4.0758, 31.3645, 1.5073
Si, 6.7685, 1.2863, 1.2353
Si, 9.4373, 4.1059, 1.075
Si, 6.8488, 6.8939, 0.9395
Si, 9.6739, 9.5448, 1.3143
Si, 6.6536, 12.3216, 1.2034
Si, 9.3831, 14.8619, 1.1172
Si, 6.6723, 17.9816, 1.6429
Si, 9.3227, 20.6323, 1.2746
Si, 6.5643, 23.2991, 1.4997
Si, 9.361, 26.1544, 1.5479
Si, 6.5068, 28.5132, 1.5036
Si, 9.3424, 31.3236, 1.8705
Si, 12.1131, 1.1718, 1.5294
Si, 14.9522, 3.9155, 1.361
Si, 12.1285, 6.7151, 1.3083
Si, 15.0394, 9.6382, 1.3857
Si, 12.3025, 12.3212, 1.1834
Si, 15.1104, 15.128, 1.1572
Si, 12.3712, 17.7614, 1.3582
Si, 14.7766, 20.5705, 1.3669
Si, 11.9961, 23.3337, 1.1644
Si, 14.8687, 26.0184, 1.3473
Si, 11.923, 28.9113, 1.4813
Si, 14.9541, 31.5422, 1.5425
Si, 0.0036, 2.6468, 2.6768
Si, 2.7126, 32.7946, 2.7599
Si, 16.3632, 8.1526, 2.6347
Si, 2.7305, 5.4994, 2.3974
Si, 16.2803, 13.7465, 2.7209
Si, 2.6134, 10.9828, 2.7872
Si, 16.3025, 19.1637, 2.6657
Si, 2.7694, 16.4449, 2.9318
Si, 16.2709, 24.6002, 2.6744
Si, 2.5716, 21.8866, 2.6768
Si, 16.2879, 30.0311, 2.7675
Si, 2.6371, 27.2836, 2.6829
Si, 5.3993, 2.6808, 2.5671
Si, 7.9689, 0.0477, 2.8794
Si, 5.4227, 8.2108, 2.4308
Si, 8.0806, 5.4794, 2.4797
Si, 5.5184, 13.7055, 2.759
Si, 8.1375, 10.9251, 2.5294
Si, 5.3111, 19.3388, 2.8999
Si, 8.1891, 16.4187, 2.6259
Si, 5.209, 24.6255, 2.8134
Si, 8.0393, 21.9519, 2.7974
Si, 5.2598, 29.9302, 2.8802
Si, 7.9538, 27.3526, 2.937
Si, 10.7721, 2.7456, 2.6468
Si, 13.5924, 0.0267, 2.9091
Si, 10.8862, 8.1287, 2.7277
Si, 13.5769, 5.3727, 2.6305
Si, 10.829, 13.6044, 2.5733
Si, 13.6443, 10.9966, 2.6668
Si, 10.8625, 19.1993, 2.591
Si, 13.7791, 16.4521, 2.6801
Si, 10.848, 24.7438, 2.7244
Si, 13.4108, 21.9622, 2.6712
Si, 10.7768, 30.0588, 3.1092
Si, 13.446, 27.4349, 2.6846
Si, 1.3879, 4.1333, 3.9384
Si, 4.0626, 1.3963, 4.0703
Si, 1.2892, 9.5219, 4.0733
Si, 4.0708, 6.8598, 3.8833
Si, 1.3061, 15.0375, 4.1346
Si, 4.0716, 12.3403, 4.0789
Si, 1.2505, 20.5141, 4.0634
Si, 4.0578, 17.8715, 4.2548
Si, 1.265, 25.9329, 4.0808
Si, 3.9059, 23.2093, 4.141
Si, 1.3119, 31.4065, 4.1101
Si, 3.9062, 28.5984, 4.2088
Si, 6.7538, 4.1005, 3.9275
Si, 9.438, 1.4263, 4.1455
Si, 6.7774, 9.5401, 3.9014
Si, 9.448, 6.764, 4.0014
Si, 6.8614, 15.1008, 4.0913
Si, 9.4955, 12.2538, 3.9879
Si, 6.7543, 20.596, 4.2369
Si, 9.5411, 17.8033, 3.9903
Si, 6.6346, 25.9145, 4.222
Si, 9.4784, 23.3281, 4.0951
Si, 6.6602, 31.3787, 4.1914
Si, 9.3747, 28.6625, 4.3182
Si, 12.201, 4.0628, 4.05
Si, 15.0171, 1.3925, 4.1721
Si, 12.2836, 9.561, 4.0224
Si, 14.9567, 6.7973, 3.982
Si, 12.2659, 15.0321, 3.9311
Si, 14.9549, 12.347, 4.0894
Si, 12.1503, 20.5438, 4.0603
Si, 15.0291, 17.813, 4.1125
Si, 12.2311, 26.0192, 4.1336
Si, 14.8824, 23.258, 4.0607
Si, 12.2419, 31.4626, 4.2748
Si, 14.8922, 28.6926, 4.124
Si, 0.0027, 0.0156, 16.408
Si, 2.7382, 2.7559, 16.3942
Si, 0.0179, 5.4859, 16.3933
Si, 2.7642, 8.1999, 16.3854
Si, 0.0228, 10.9091, 16.3594
Si, 2.7729, 13.6268, 16.3562
Si, 0.0327, 16.3666, 16.3672
Si, 2.7819, 19.1156, 16.3804
Si, 0.0464, 21.87, 16.391
Si, 2.7718, 24.6226, 16.3962
Si, 0.022, 27.3647, 16.426
Si, 2.7422, 30.0979, 16.4259
Si, 5.4648, 0.0274, 16.4126
Si, 8.2018, 2.7665, 16.4022
Si, 5.486, 5.5019, 16.3872
Si, 8.2243, 8.2195, 16.3779
Si, 5.5032, 10.909, 16.3727
Si, 8.2436, 13.6294, 16.3595
Si, 5.5214, 16.371, 16.3511
Si, 8.2681, 19.1194, 16.3601
Si, 5.5225, 21.874, 16.3823
Si, 8.2585, 24.6202, 16.4065
Si, 5.5011, 27.3637, 16.4089
Si, 8.2237, 30.0869, 16.4107
Si, 10.9515, 0.0215, 16.4076
Si, 13.6825, 2.7609, 16.4034
Si, 10.9386, 5.4952, 16.392
Si, 13.6802, 8.2078, 16.3712
Si, 10.958, 10.9307, 16.3623
Si, 13.6965, 13.6429, 16.3573
Si, 10.9794, 16.3605, 16.3537
Si, 13.7166, 19.1151, 16.3727
Si, 11.0013, 21.8752, 16.3956
Si, 13.7183, 24.6223, 16.4193
Si, 10.9741, 27.3497, 16.419
Si, 13.6859, 30.0839, 16.4215
Si, 1.3838, 1.3767, 17.7629
Si, 4.1177, 4.1303, 17.7415
Si, 1.4029, 6.8385, 17.7616
Si, 4.1568, 9.5415, 17.7597
Si, 1.419, 12.2446, 17.7213
Si, 4.1754, 14.9772, 17.7037
Si, 1.4215, 17.7217, 17.7261
Si, 4.1723, 20.4889, 17.7335
Si, 1.4211, 23.2442, 17.7535
Si, 4.1417, 25.9909, 17.7636
Si, 1.3873, 28.7292, 17.8041
Si, 4.1119, 31.4642, 17.7959
Si, 6.8361, 1.3984, 17.7699
Si, 9.5684, 4.1395, 17.7676
Si, 6.8585, 6.8707, 17.7573
Si, 9.6, 9.5786, 17.7467
Si, 6.9035, 12.2476, 17.7358
Si, 9.6385, 14.9735, 17.7216
Si, 6.9191, 17.7272, 17.7014
Si, 9.6568, 20.4719, 17.7301
Si, 6.9038, 23.2372, 17.7529
Si, 9.6392, 25.9694, 17.7943
Si, 6.8785, 28.7135, 17.7877
Si, 9.6086, 31.4371, 17.7736
Si, 12.3249, 1.3868, 17.7715
Si, 15.0577, 4.1254, 17.7694
Si, 12.3123, 6.8637, 17.7541
Si, 15.0566, 9.56, 17.7388
Si, 12.3337, 12.2836, 17.732
Si, 15.072, 14.9913, 17.7317
Si, 12.3612, 17.7183, 17.7124
Si, 15.0929, 20.4842, 17.7373
Si, 12.3777, 23.236, 17.7801
Si, 15.0875, 25.9858, 17.8035
Si, 12.3524, 28.6975, 17.8006
Si, 15.061, 31.4437, 17.7895
Si, 0.0364, 2.7511, 19.1242
Si, 2.7346, 0.0266, 19.1664
Si, 0.0282, 8.2074, 19.1112
Si, 2.7937, 5.4929, 19.1366
Si, 0.0473, 13.6048, 19.0696
Si, 2.7884, 10.8963, 19.1169
Si, 0.0599, 19.102, 19.0805
Si, 2.8142, 16.3389, 19.0563
Si, 0.0829, 24.6158, 19.146
Si, 2.8181, 21.8806, 19.0903
Si, 0.0333, 30.1038, 19.19
Si, 2.7739, 27.3483, 19.1422
Si, 5.4631, 2.778, 19.1289
Si, 8.2286, 0.0173, 19.0974
Si, 5.5417, 8.2299, 19.1755
Si, 8.21, 5.5214, 19.1405
Si, 5.5492, 13.6176, 19.0798
Si, 8.2674, 10.9223, 19.1606
Si, 5.5873, 19.1203, 19.055
Si, 8.2939, 16.3588, 19.0608
Si, 5.5469, 24.6351, 19.1028
Si, 8.3195, 21.8694, 19.0801
Si, 5.5036, 30.0894, 19.1387
Si, 8.2742, 27.3489, 19.1495
Si, 10.9547, 2.7737, 19.1136
Si, 13.688, 0.0052, 19.1411
Si, 10.9629, 8.2413, 19.1301
Si, 13.6861, 5.5083, 19.1195
Si, 10.9835, 13.6215, 19.1377
Si, 13.692, 10.926, 19.1045
Si, 11.0397, 19.0986, 19.0845
Si, 13.696, 16.3489, 19.1017
Si, 11.0499, 24.6248, 19.163
Si, 13.7718, 21.866, 19.1277
Si, 10.9797, 30.0627, 19.1549
Si, 13.745, 27.36, 19.1944
Si, 1.4357, 4.098, 20.479
Si, 4.0999, 1.4199, 20.5098
Si, 1.406, 9.5451, 20.4905
Si, 4.1788, 6.8385, 20.5285
Si, 1.4718, 14.9238, 20.4037
Si, 4.2003, 12.2487, 20.4567
Si, 1.4534, 20.482, 20.4127
Si, 4.2346, 17.7074, 20.3641
Si, 1.4518, 25.967, 20.5336
Si, 4.1973, 23.2602, 20.4538
Si, 1.3807, 31.4832, 20.5831
Si, 4.1346, 28.7208, 20.498
Si, 6.82, 4.1611, 20.4906
Si, 9.5916, 1.3841, 20.4481
Si, 6.9307, 9.5806, 20.5839
Si, 9.5882, 6.8996, 20.5001
Si, 6.9765, 14.9483, 20.4129
Si, 9.6526, 12.2552, 20.5567
Si, 6.9753, 20.4816, 20.4189
Si, 9.6807, 17.7066, 20.4214
Si, 6.9142, 25.9742, 20.5042
Si, 9.6977, 23.2068, 20.4727
Si, 6.9001, 31.4503, 20.4792
Si, 9.6541, 28.6815, 20.5495
Si, 12.3041, 4.1585, 20.4809
Si, 15.0654, 1.3823, 20.479
Si, 12.3257, 9.6065, 20.5062
Si, 15.0558, 6.8686, 20.4886
Si, 12.3425, 14.9882, 20.5113
Si, 15.0757, 12.2707, 20.4563
Si, 12.4303, 20.4483, 20.4548
Si, 15.0882, 17.7206, 20.4296
Si, 12.4294, 25.9657, 20.5849
Si, 15.1576, 23.2234, 20.5105
Si, 12.3437, 31.4272, 20.5198
Si, 15.1033, 28.7315, 20.5878
Si, 0.0086, 0.0967, 21.9519
Si, 2.7646, 2.7807, 21.9476
Si, 0.0244, 5.4381, 21.7829
Si, 2.785, 8.188, 21.8595
Si, 0.0426, 10.936, 21.8403
Si, 2.8173, 13.5618, 21.8223
Si, 0.0583, 16.2719, 21.6766
Si, 2.898, 19.1169, 21.6633
Si, 0.1431, 21.8398, 21.8489
Si, 2.8446, 24.5911, 21.8892
Si, 0.1108, 27.3421, 21.9325
Si, 2.7959, 30.0901, 21.9029
Si, 5.5415, 0.0614, 21.7889
Si, 8.2331, 2.7873, 21.7631
Si, 5.5207, 5.4988, 21.9758
Si, 8.3055, 8.2193, 21.9979
Si, 5.5989, 11.021, 21.9176
Si, 8.3199, 13.6638, 21.9049
Si, 5.5896, 16.305, 21.696
Si, 8.372, 19.1142, 21.7619
Si, 5.6595, 21.924, 21.7385
Si, 8.335, 24.5793, 21.8172
Si, 5.5157, 27.3587, 21.8471
Si, 8.2502, 30.0694, 21.8672
Si, 10.9036, 32.7823, 21.82
Si, 13.6566, 2.7402, 21.7862
Si, 10.9645, 5.5651, 21.8431
Si, 13.7284, 8.2938, 21.8527
Si, 11.0009, 10.9075, 21.996
Si, 13.7183, 13.5973, 21.8622
Si, 10.9409, 16.3348, 21.8822
Si, 13.7787, 19.095, 21.8517
Si, 11.1004, 21.8287, 21.8187
Si, 13.8495, 24.5807, 21.9421
Si, 11.0744, 27.3476, 21.9624
Si, 13.7491, 30.1414, 21.9607
Si, 1.3243, 1.495, 23.3508
Si, 4.1587, 4.1091, 23.3661
Si, 1.4091, 6.7373, 23.1822
Si, 4.1499, 9.6403, 23.1577
Si, 1.4199, 12.2335, 23.2499
Si, 4.3271, 14.8771, 23.1004
Si, 1.587, 17.577, 22.8392
Si, 4.2798, 20.5301, 22.9879
Si, 1.5814, 23.1178, 23.2625
Si, 4.2303, 25.9678, 23.2568
Si, 1.4323, 28.7419, 23.3348
Si, 4.2053, 31.5302, 23.1802
Si, 6.8983, 1.4443, 23.1475
Si, 9.5342, 4.193, 23.1271
Si, 6.9237, 6.8495, 23.3834
Si, 9.6675, 9.5567, 23.491
Si, 6.9813, 12.401, 23.3638
Si, 9.6414, 14.9691, 23.3801
Si, 7.0297, 17.6229, 22.9982
Si, 9.747, 20.4628, 23.1987
Si, 7.0075, 23.2269, 23.2074
Si, 9.7075, 25.8722, 23.2245
Si, 6.8713, 28.7175, 23.2125
Si, 9.59, 31.4282, 23.2645
Si, 12.2302, 1.4061, 23.1222
Si, 15.0394, 4.076, 23.1416
Si, 12.3345, 6.9679, 23.1912
Si, 15.0801, 9.6513, 23.2579
Si, 12.3878, 12.3026, 23.3872
Si, 15.1492, 14.9586, 23.1529
Si, 12.3488, 17.7154, 23.157
Si, 15.2563, 20.4078, 23.2143
Si, 12.5288, 23.0935, 23.2606
Si, 15.271, 25.9169, 23.3737
Si, 12.4434, 28.7532, 23.3631
Si, 14.9942, 31.6226, 23.3577
Si, 16.208, 2.794, 24.7615
Si, 2.8988, 0.167, 24.5125
Si, 0.0213, 8.1497, 24.4041
Si, 2.6768, 5.3639, 24.7334
Si, 0.1407, 13.7058, 24.6072
Si, 2.7955, 10.8708, 24.6155
Si, 0.3979, 18.9374, 24.2139
Si, 2.9122, 16.2841, 24.2323
Si, 0.323, 24.4468, 24.7604
Si, 3.079, 21.7756, 24.5815
Si, 0.0581, 30.2759, 24.624
Si, 2.8839, 27.305, 24.73
Si, 5.715, 2.7994, 24.6539
Si, 8.2063, 0.079, 24.5327
Si, 5.4785, 8.3362, 24.5252
Si, 8.389, 5.4345, 24.7725
Si, 5.615, 13.7593, 24.7645
Si, 8.292, 11.0723, 24.8042
Si, 5.6347, 19.0654, 24.1022
Si, 8.1998, 16.3878, 24.6252
Si, 5.6254, 24.5637, 24.5929
Si, 8.3532, 21.8385, 24.5824
Si, 5.5851, 30.177, 24.6187
Si, 8.2333, 27.2274, 24.4366
Si, 10.8551, 2.7895, 24.3813
Si, 13.4281, 0.1907, 24.7228
Si, 11.1778, 8.1755, 24.8854
Si, 13.6591, 5.4828, 24.3425
Si, 11.0444, 13.688, 24.849
Si, 13.8344, 11.0111, 24.7945
Si, 11.1138, 19.0987, 24.62
Si, 13.6816, 16.3002, 24.3974
Si, 11.1034, 24.4296, 24.6201
Si, 13.9443, 21.7277, 24.7414
Si, 11.0063, 30.1426, 24.7433
Si, 13.8528, 27.3085, 24.7207
Si, 0.8686, 4.3688, 26.1412
Si, 4.5598, 1.2118, 25.9076
Si, 1.6527, 9.118, 25.7519
Si, 3.9486, 7.0653, 25.7231
Si, 1.8808, 14.8386, 25.7841
Si, 3.9872, 12.4727, 25.8879
Si, 2.0016, 19.9534, 25.5961
Si, 4.1952, 17.8097, 25.3817
Si, 1.9362, 25.5503, 26.1482
Si, 4.2541, 23.3577, 26.0991
Si, 1.8153, 31.3972, 25.8354
Si, 4.0007, 29.0457, 25.9622
Si, 7.3479, 3.7782, 26.1971
Si, 9.5499, 1.4833, 25.8213
Si, 6.9096, 9.5938, 25.9557
Si, 10.2042, 6.3501, 26.1176
Si, 6.3962, 15.7142, 26.0842
Si, 9.9473, 12.0811, 26.2457
Si, 7.0077, 20.1863, 25.5677
Si, 9.3564, 18.0632, 25.7796
Si, 6.9708, 25.9023, 25.9968
Si, 9.9736, 22.8082, 26.0895
Si, 6.7424, 31.7739, 26.0533
Si, 9.7193, 28.4085, 25.7496
Si, 12.2672, 4.1441, 25.6085
Si, 14.3362, 1.8985, 26.092
Si, 12.3648, 9.9088, 26.2839
Si, 15.1479, 6.6644, 25.6756
Si, 12.6964, 14.9095, 26.0902
Si, 15.0173, 12.6928, 26.0806
Si, 12.3125, 20.5998, 26.0901
Si, 15.2901, 17.6102, 25.3429
Si, 12.7687, 25.4742, 25.9466
Si, 15.1363, 23.2966, 26.1996
Si, 11.8082, 32.0191, 26.2345
Si, 15.2233, 28.8163, 25.9673
Si, 4.0185, 2.0515, 28.7912
Si, 4.5045, 31.2051, 35.6319
Si, 16.2376, 4.0927, 29.093
Si, 2.5005, 4.0941, 30.6719
Si, 15.7174, 11.7813, 29.041
Si, 14.1092, 16.3331, 34.2439
Si, 12.4345, 22.9316, 33.2319
Si, 3.1277, 20.2401, 29.8503
Si, 0.6521, 19.6433, 28.1641
Si, 0.6333, 27.4051, 28.2429
Si, 7.2046, 29.1616, 31.979
Si, 15.7328, 32.0367, 30.0105
Si, 9.3829, 0.1571, 34.3753
Si, 9.4917, 8.8486, 30.4057
Si, 4.352, 6.6059, 30.7011
Si, 4.4399, 17.2917, 30.5621
Si, 7.0725, 16.0538, 29.2058
Si, 5.567, 21.3951, 28.1128
Si, 9.4306, 18.0747, 28.7937
Si, 8.678, 23.6372, 35.1487
Si, 5.7506, 27.9497, 28.0865
Si, 11.4463, 31.6452, 32.5712
Si, 8.1674, 29.9138, 28.1548
Si, 14.2671, 1.6285, 29.1655
Si, 11.8773, 6.685, 33.2153
Si, 14.7839, 6.8824, 28.6242
Si, 10.7169, 12.6465, 29.1436
Si, 12.3059, 15.1473, 29.0381
Si, 14.4729, 18.3183, 31.8952
Si, 14.2219, 19.1751, 27.7826
Si, 7.114, 23.9914, 31.2121
Si, 15.741, 23.2107, 29.3737
Si, 8.6011, 24.4132, 28.3571
Si, 13.7185, 30.5073, 28.1488
Si, 2.2046, 32.2645, 28.7937
Si, 3.9523, 2.478, 32.8419
Si, 0.5546, 9.0795, 28.5728
Si, 12.9978, 10.6981, 29.3133
Si, 1.5864, 12.1466, 31.0904
Si, 2.5648, 16.4378, 35.7642
Si, 2.0229, 23.0075, 30.6964
Si, 3.7743, 23.0156, 34.3937
Si, 7.9303, 19.4921, 32.6536
Si, 0.8806, 28.9019, 34.309
Si, 6.3128, 1.8508, 30.7571
Si, 9.3616, 6.2307, 31.8838
Si, 8.4354, 7.8549, 27.8717
Si, 4.3529, 8.9785, 35.4874
Si, 6.5593, 13.1883, 30.3995
Si, 9.4859, 16.966, 32.9298
Si, 4.8628, 27.5304, 30.8393
Si, 4.1554, 24.7364, 31.7191
Si, 8.7238, 25.6752, 33.0118
Si, 7.1289, 30.9991, 34.2844
Si, 0.932, 30.873, 32.0504
Si, 11.8347, 1.4784, 30.9389
Si, 5.9683, 5.9576, 28.0323
Si, 14.8039, 16.6815, 29.5467
Si, 13.829, 11.4117, 34.9553
Si, 8.0524, 20.5864, 29.8835
Si, 0.5077, 16.5178, 27.6266
Si, 12.3361, 28.1947, 29.7391
Si, 10.2571, 21.1631, 31.8207
Si, 12.9261, 28.9047, 33.5262
Si, 14.8243, 26.1948, 30.2199
Si, 4.6777, 4.7317, 34.8332
Si, 3.3841, 32.2646, 32.9143
Si, 16.3162, 7.7744, 35.905
Si, 6.6656, 9.0188, 33.7881
Si, 16.3311, 14.6631, 35.6286
Si, 4.2437, 16.4956, 33.3957
Si, 0.8738, 22.8501, 33.521
Si, 6.6929, 21.9138, 33.6704
Si, 2.5262, 29.3892, 29.8837
Si, 15.3339, 27.1525, 33.1106
Si, 8.1487, 1.6753, 36.7855
Si, 9.1137, 2.0481, 31.9316
Si, 3.2409, 9.5423, 30.0659
Si, 12.6354, 8.1412, 30.5626
Si, 4.301, 11.2909, 37.2496
Si, 5.4073, 11.1338, 28.3383
Si, 5.4988, 16.1634, 35.9575
Si, 3.7759, 14.4693, 31.2991
Si, 11.0895, 20.3411, 37.9913
Si, 6.0309, 31.8468, 31.6882
Si, 7.7602, 26.434, 35.7394
Si, 11.1701, 4.0671, 32.2304
Si, 10.8411, 26.4075, 27.7892
Si, 6.6796, 6.2069, 32.9084
Si, 12.3769, 13.9705, 33.7601
Si, 8.0709, 11.0496, 32.2401
Si, 14.9918, 21.5327, 31.9917
Si, 11.057, 24.8034, 36.0607
Si, 12.3558, 29.0664, 36.5518
Si, 9.8634, 29.689, 30.8009
Si, 1.0959, 3.2784, 37.414
Si, 2.2596, 27.2004, 36.1294
Si, 0.1851, 12.0836, 33.9673
Si, 3.7428, 7.1466, 37.827
Si, 1.7844, 10.2323, 35.976
Si, 6.3662, 13.353, 36.7936
Si, 15.2962, 20.0848, 37.6426
Si, 7.1305, 17.3247, 38.0726
Si, 16.1467, 25.2883, 35.3679
Si, 4.1541, 23.6022, 37.6034
Si, 11.9129, 31.7103, 38.1082
Si, 2.7411, 29.6557, 37.5562
Si, 2.048, 5.6763, 35.8232
Si, 6.023, 3.529, 37.2431
Si, 10.4622, 14.5984, 31.3064
Si, 8.1167, 11.1504, 35.2586
Si, 11.324, 16.2189, 35.2944
Si, 9.2426, 10.6567, 38.1138
Si, 10.0389, 17.4318, 37.753
Si, 11.4685, 18.5863, 31.0524
Si, 5.0768, 26.3774, 37.1215
Si, 5.4403, 0.5978, 37.4114
Si, 10.1963, 27.1321, 37.3851
Si, 12.4031, 4.3946, 38.1306
Si, 0.036, 30.5667, 36.6266
Si, 14.1762, 6.9206, 37.7306
Si, 13.208, 1.6098, 37.5628
Si, 15.0141, 12.6636, 37.6693
Si, 13.484, 8.3916, 35.2991
Si, 13.1973, 21.6047, 36.165
Si, 1.1743, 18.2211, 37.8549
Si, 11.4421, 25.9943, 33.3678
Si, 13.7897, 24.3501, 37.1981
Si, 15.9314, 0.655, 37.0723
Si, 14.7986, 28.7389, 38.4152
O, 15.4647, 30.1086, 37.8383
O, 14.4978, 1.3124, 36.6225
O, 2.3623, 2.9106, 38.4032
O, 5.9622, 5.3798, 34.0955
O, 0.0171, 4.1493, 38.321
O, 1.3431, 4.0411, 0.4371
O, 3.0505, 8.3644, 38.639
O, 1.1089, 9.7892, 39.527
O, 12.8249, 12.4839, 34.2371
O, 15.8729, 11.6707, 38.6594
O, 3.6601, 12.7293, 39.7179
O, 1.7296, 14.8927, 39.6239
O, 0.439, 16.987, 38.6695
O, 2.1465, 17.7035, 36.6627
O, 4.1395, 17.7465, 39.661
O, 2.0418, 19.1539, 38.8916
O, 15.9986, 21.2694, 38.5553
O, 14.9703, 23.3397, 39.7535
O, 3.7974, 23.2896, 36.0176
O, 1.1872, 25.8431, 39.5469
O, 2.8288, 24.1091, 38.4488
O, 15.84, 27.492, 38.5526
O, 3.2445, 29.8519, 39.0754
O, 1.261, 31.3868, 39.8632
O, 4.4055, 31.8217, 31.7155
O, 5.1209, 32.6749, 38.8234
O, 8.7391, 2.0499, 38.2615
O, 6.4265, 4.2835, 38.6541
O, 2.5446, 6.1902, 37.2862
O, 4.6998, 6.3142, 38.8187
O, 9.5368, 6.9813, 39.3543
O, 8.4327, 9.2691, 38.542
O, 4.9733, 10.8205, 38.6631
O, 7.1573, 12.3795, 35.7398
O, 9.1612, 10.9574, 36.5006
O, 10.0218, 16.7241, 34.4462
O, 6.4, 16.3263, 39.1697
O, 8.76, 11.8497, 39.1448
O, 7.5345, 18.7278, 38.7857
O, 14.7785, 19.9072, 31.9863
O, 4.8139, 22.3826, 38.4971
O, 6.5953, 20.8744, 39.6726
O, 7.0348, 25.7943, 39.638
O, 10.2414, 21.6612, 38.4617
O, 3.6848, 26.4502, 36.2543
O, 5.1445, 27.2734, 38.5056
O, 8.9378, 29.1264, 39.8187
O, 7.0016, 31.1493, 39.7985
O, 9.5158, 1.1066, 0.3354
O, 10.5584, 31.9399, 38.9869
O, 12.6306, 3.9539, 39.6996
O, 0.5984, 1.8514, 36.7771
O, 10.9753, 5.175, 38.2909
O, 12.4489, 3.0276, 37.2055
O, 12.6, 9.4284, 39.655
O, 14.266, 7.3538, 39.279
O, 10.8383, 10.6318, 38.4533
O, 8.6949, 11.476, 33.7261
O, 14.2575, 11.8383, 36.4721
O, 13.8879, 13.4149, 38.5649
O, 10.416, 17.1575, 39.2948
O, 12.2453, 15.1317, 39.5364
O, 14.5175, 20.6271, 36.2792
O, 14.3427, 19.1542, 38.6267
O, 12.0104, 20.044, 39.3245
O, 8.9844, 23.6156, 39.6412
O, 10.767, 25.8507, 34.843
O, 13.4401, 25.0411, 38.6258
O, 10.5925, 27.5451, 38.883
O, 10.5125, 25.5262, 37.3949
O, 14.3834, 29.0286, 39.9583
O, 16.0719, 32.0947, 36.1455
O, 3.2396, 3.3331, 29.4319
O, 0.726, 3.7944, 27.7327
O, 1.7022, 32.2788, 27.2412
O, 3.9844, 2.1409, 27.1688
O, 15.8152, 12.2588, 27.4843
O, 16.0899, 10.2246, 29.2943
O, 4.9885, 6.4444, 26.8315
O, 6.6392, 4.5257, 27.5396
O, 16.1201, 15.957, 28.9226
O, 1.7667, 15.5769, 27.2771
O, 2.8453, 13.5974, 26.2484
O, 4.3747, 11.9702, 27.4091
O, 7.2153, 14.6479, 30.053
O, 1.1518, 20.54, 26.901
O, 5.1829, 16.8622, 26.354
O, 3.1602, 18.8572, 26.211
O, 1.297, 26.0636, 27.5919
O, 3.1181, 24.4576, 26.6318
O, 4.2131, 20.7847, 28.7781
O, 5.1152, 22.8316, 27.4423
O, 2.7557, 30.1046, 26.1991
O, 0.8339, 32.5071, 29.6305
O, 4.4904, 28.8332, 27.545
O, 9.3414, 20.3135, 32.8855
O, 8.4957, 2.5768, 26.6524
O, 10.6138, 0.3839, 26.6069
O, 12.2034, 2.9039, 31.7117
O, 8.0908, 8.5136, 26.4195
O, 4.5379, 10.2076, 29.3529
O, 13.4531, 7.2064, 29.5106
O, 9.6984, 6.8569, 27.6128
O, 6.93, 15.5659, 27.6528
O, 5.8275, 17.0181, 29.7317
O, 9.691, 12.5441, 27.8651
O, 11.2056, 15.5706, 30.2011
O, 6.0527, 20.4666, 26.8833
O, 8.1437, 19.1321, 26.1222
O, 9.8457, 17.6126, 27.2979
O, 8.7113, 19.5492, 28.8131
O, 7.5617, 24.9814, 27.2335
O, 6.0917, 27.064, 26.7724
O, 3.8649, 28.7888, 30.5891
O, 9.3617, 23.1717, 27.6063
O, 7.4954, 31.2462, 27.4645
O, 5.5519, 0.0276, 26.5799
O, 9.6914, 25.6185, 28.6378
O, 9.0273, 29.1518, 27.0237
O, 13.2661, 3.1453, 26.5138
O, 15.1538, 2.9458, 29.486
O, 14.571, 1.2187, 27.6086
O, 14.8155, 0.5297, 30.2358
O, 11.3209, 5.1501, 26.558
O, 11.0428, 10.8767, 26.4308
O, 14.3555, 7.1573, 27.0649
O, 16.4002, 5.7624, 26.2613
O, 14.0432, 17.7677, 28.5831
O, 13.7295, 15.477, 29.7793
O, 13.8792, 13.828, 26.5333
O, 12.2463, 15.7406, 27.5012
O, 11.1166, 21.6776, 26.4876
O, 12.8631, 20.0653, 27.6003
O, 14.6314, 18.8369, 26.2467
O, 15.9387, 16.4304, 26.3175
O, 12.1373, 25.4721, 27.4917
O, 14.1202, 24.5802, 26.2287
O, 15.3858, 22.8678, 27.8087
O, 15.4856, 19.9436, 28.496
O, 10.4081, 26.9848, 26.3176
O, 12.5334, 31.5471, 27.6715
O, 16.3214, 28.202, 27.0221
O, 14.1025, 29.7057, 26.792
O, 15.8619, 31.2948, 31.4749
O, 3.5293, 1.0071, 33.3612
O, 2.7283, 3.198, 32.0313
O, 3.2616, 0.6433, 29.193
O, 0.9108, 4.246, 30.3288
O, 4.3409, 3.2886, 34.1833
O, 2.0785, 8.9593, 29.1033
O, 2.791, 9.2613, 35.1185
O, 15.4078, 17.482, 30.8459
O, 11.4622, 11.248, 29.5565
O, 2.4973, 13.4924, 31.1575
O, 15.2468, 15.8636, 35.3232
O, 0.8836, 18.0753, 27.8152
O, 11.4538, 20.2016, 31.2616
O, 2.8412, 21.5532, 30.8603
O, 5.1193, 22.1484, 34.0424
O, 0.9923, 23.1963, 29.4413
O, 15.2207, 26.2093, 31.8041
O, 13.3346, 26.9415, 30.1604
O, 1.8074, 28.3111, 28.9041
O, 6.1325, 27.9751, 31.7623
O, 7.3225, 29.5539, 33.5593
O, 5.5781, 2.1382, 29.327
O, 3.9707, 29.9808, 36.5526
O, 7.7717, 2.5168, 31.1023
O, 9.2658, 1.1883, 35.6684
O, 8.831, 9.0456, 28.9291
O, 8.8165, 7.4613, 30.9643
O, 5.0968, 8.6928, 34.0789
O, 16.1466, 7.7252, 28.9314
O, 5.0633, 13.5366, 30.9508
O, 6.3957, 14.8315, 36.1376
O, 3.5957, 15.858, 30.3961
O, 3.8689, 24.2693, 33.2848
O, 6.8104, 21.4258, 29.2079
O, 8.433, 16.937, 29.4354
O, 5.5228, 24.1875, 31.0495
O, 3.0947, 24.2135, 30.6072
O, 8.964, 24.2003, 33.6556
O, 7.6755, 22.3692, 34.9317
O, 6.6821, 30.4695, 31.1331
O, 5.3509, 27.004, 29.3664
O, 9.2248, 30.2121, 29.3781
O, 10.1878, 31.026, 31.7055
O, 12.4138, 30.3374, 32.8798
O, 9.8643, 3.2329, 32.8032
O, 15.2474, 5.3673, 28.9361
O, 12.656, 1.6459, 29.5268
O, 12.7224, 7.3906, 32.002
O, 15.7101, 6.9501, 37.1751
O, 13.0521, 9.9462, 27.8383
O, 12.0088, 13.5716, 28.7654
O, 6.2876, 10.1532, 27.3859
O, 13.6492, 14.9695, 33.432
O, 0.8176, 11.9328, 32.4992
O, 5.5372, 16.5398, 34.3772
O, 9.2506, 21.5344, 30.5545
O, 15.3627, 22.0571, 30.4865
O, 10.8385, 18.2056, 29.6112
O, 8.1053, 26.699, 34.1453
O, 12.3313, 24.597, 33.1546
O, 14.9529, 24.6262, 29.7496
O, 11.0099, 22.382, 32.6061
O, 7.6436, 25.4099, 31.8392
O, 7.8766, 23.9172, 29.7532
O, 6.9754, 28.8928, 28.6106
O, 13.2245, 29.4698, 29.2998
O, 1.9219, 32.1543, 32.2107
O, 16.0553, 0.2308, 38.6462
O, 5.2773, 2.3695, 31.906
O, 4.9944, 5.9924, 29.3358
O, 0.6623, 9.5204, 27.0129
O, 5.5272, 6.5008, 31.8154
O, 0.5857, 9.1938, 36.4114
O, 2.5044, 10.7795, 30.8965
O, 2.8089, 8.0866, 26.4202
O, 0.4493, 12.5246, 29.9603
O, 1.1904, 11.4182, 35.0509
O, 2.9099, 16.9536, 34.2383
O, 2.669, 11.023, 37.128
O, 3.6972, 18.7229, 30.2189
O, 14.6818, 17.5507, 33.3201
O, 1.1831, 23.4141, 32.0344
O, 7.1696, 22.68, 32.2616
O, 4.1145, 26.3634, 31.6909
O, 6.8221, 20.2795, 33.555
O, 1.4792, 29.6877, 31.0948
O, 0.4315, 27.748, 33.2548
O, 6.5752, 0.2434, 30.7706
O, 10.4212, 5.1498, 31.1845
O, 10.2621, 6.9533, 33.0763
O, 12.0357, 5.0382, 33.2447
O, 11.0683, 8.4611, 30.2377
O, 7.3372, 7.5829, 33.4878
O, 7.1441, 7.0203, 28.38
O, 7.0606, 13.5454, 38.2607
O, 4.6585, 17.4765, 32.1727
O, 7.4696, 12.384, 31.5109
O, 10.2003, 19.0461, 37.5304
O, 8.1254, 17.8925, 32.9933
O, 13.5575, 22.739, 37.2886
O, 11.9262, 20.7245, 36.6474
O, 3.9461, 14.9797, 32.8467
O, 10.8734, 32.3877, 33.9435
O, 12.1481, 27.4656, 33.2803
O, 7.9361, 24.8155, 36.011
O, 6.4765, 32.0735, 33.2411
O, 11.2307, 28.7741, 30.812
O, 8.7599, 0.9011, 33.0474
O, 10.1902, 1.5043, 30.7995
O, 12.1918, 0.0514, 31.7162
O, 7.0158, 0.4827, 36.9367
O, 3.0925, 5.5945, 30.9903
O, 14.1354, 11.8806, 29.4894
O, 13.3337, 9.6194, 30.5136
O, 7.387, 9.6929, 35.0802
O, 11.4785, 13.9164, 32.4018
O, 7.4569, 19.6446, 31.0953
O, 15.9579, 13.8101, 36.9682
O, 1.583, 19.9872, 29.432
O, 0.9225, 30.3228, 33.5615
O, 12.2158, 0.3307, 37.3772
O, 14.4133, 28.5043, 32.9773
O, 0.3116, 24.0291, 34.4956
O, 8.7032, 28.7539, 31.4915
O, 10.1854, 23.4115, 35.811
O, 11.3654, 27.7311, 28.5402
O, 15.8936, 27.0572, 29.352
O, 1.5759, 30.7, 37.1117
O, 1.4717, 4.1737, 36.0839
O, 3.6564, 31.3175, 34.2274
O, 2.8554, 30.8129, 29.1596
O, 0.9703, 6.7434, 35.1943
O, 15.0631, 8.1108, 34.8875
O, 4.5595, 7.7467, 36.5412
O, 3.3103, 5.6318, 34.7719
O, 16.3651, 13.6545, 34.339
O, 9.9104, 13.3232, 30.4179
O, 1.408, 15.3043, 35.7861
O, 3.9517, 15.8107, 36.3745
O, 15.2652, 24.7382, 36.6187
O, 13.4592, 28.4077, 37.5544
O, 2.3068, 22.2891, 34.1269
O, 16.095, 21.7477, 33.2125
O, 13.0583, 31.2418, 39.1727
O, 2.2837, 28.2871, 34.8857
O, 15.1336, 26.2058, 34.4381
O, 1.0238, 26.155, 35.915
O, 6.0778, 30.7942, 35.4842
O, 5.1045, 4.5613, 36.3929
O, 7.3302, 3.054, 36.3542
O, 5.1322, 2.1935, 37.568
O, 9.1588, 10.1817, 31.335
O, 3.8266, 8.1698, 30.7802
O, 12.4599, 7.3769, 34.5522
O, 8.0029, 5.4264, 32.3432
O, 6.7989, 10.0403, 32.5191
O, 4.9769, 10.3437, 36.1058
O, 11.5217, 14.6158, 35.0043
O, 4.8159, 12.8121, 36.9132
O, 8.5535, 16.8236, 37.4483
O, 6.0931, 17.4248, 36.8052
O, 10.6231, 17.843, 32.2039
O, 12.9862, 18.0954, 31.282
O, 11.0605, 16.5532, 36.8446
O, 4.4495, 32.6871, 36.3248
O, 2.1412, 28.1331, 37.4645
O, 8.6793, 27.299, 36.7825
O, 6.2234, 26.8358, 36.053
O, 16.2875, 29.3091, 35.5582
O, 8.5412, 31.617, 34.7808
O, 13.047, 29.234, 35.1026
O, 11.7764, 30.5216, 37.0104
O, 13.5335, 5.4305, 37.564
O, 13.7977, 1.6983, 39.0847
O, 6.3839, 12.1756, 29.1284
O, 15.1598, 11.3003, 34.0102
O, 9.3624, 15.523, 32.1264
O, 13.1014, 9.9475, 34.9853
O, 12.8158, 22.2813, 34.7121
O, 12.7465, 16.9507, 34.9161
O, 12.6705, 24.7783, 36.0916
O, 13.6451, 22.3943, 32.3051
O, 10.1576, 26.1153, 32.3513
O, 15.0689, 31.1554, 28.8067
O, 11.121, 28.0389, 36.4007
O, 0.0635, 19.1167, 37.0859
O, 5.2432, 24.8193, 37.5733
O, 13.3251, 8.0416, 36.888
Si, 16.3735, 32.7928, 5.4935
Si, 2.6969, 2.7847, 5.3994
Si, 16.3793, 5.4602, 5.343
Si, 2.7265, 8.1737, 5.3629
Si, 16.3411, 10.9303, 5.413
Si, 2.6989, 13.673, 5.4615
Si, 16.3601, 16.4239, 5.4865
Si, 2.6196, 19.208, 5.5235
Si, 16.2817, 21.8863, 5.431
Si, 2.5961, 24.5942, 5.5155
Si, 16.3041, 27.3206, 5.4576
Si, 2.621, 30.0518, 5.5304
Si, 5.3515, 0.0151, 5.5023
Si, 8.08, 2.8106, 5.4487
Si, 5.4069, 5.4853, 5.3132
Si, 8.1214, 8.1895, 5.3427
Si, 5.4521, 10.9086, 5.36
Si, 8.1974, 13.663, 5.4066
Si, 5.4662, 16.4352, 5.4851
Si, 8.1746, 19.1394, 5.4466
Si, 5.348, 21.9341, 5.541
Si, 8.0989, 24.6099, 5.5283
Si, 5.3244, 27.3078, 5.5786
Si, 8.0557, 30.0939, 5.5961
Si, 10.8315, 0.0573, 5.52
Si, 13.6001, 2.756, 5.4627
Si, 10.8511, 5.4548, 5.4016
Si, 13.6372, 8.1838, 5.3876
Si, 10.8838, 10.9125, 5.3737
Si, 13.5725, 13.7024, 5.4152
Si, 10.9196, 16.4132, 5.3507
Si, 13.5812, 19.1722, 5.4136
Si, 10.834, 21.9182, 5.4587
Si, 13.592, 24.6327, 5.4816
Si, 10.8473, 27.3172, 5.5568
Si, 13.6117, 30.0692, 5.5676
Si, 1.3446, 1.4008, 6.8017
Si, 4.074, 4.1391, 6.7558
Si, 1.3452, 6.8205, 6.7352
Si, 4.0815, 9.5512, 6.7418
Si, 1.3243, 12.2803, 6.789
Si, 4.0822, 15.045, 6.8122
Si, 1.3061, 17.786, 6.8646
Si, 4.0186, 20.5337, 6.8859
Si, 1.2453, 23.2172, 6.8544
Si, 3.9766, 25.9312, 6.9104
Si, 1.2569, 28.6791, 6.8693
Si, 4.0051, 31.4379, 6.871
Si, 6.7543, 1.3978, 6.8238
Si, 9.4987, 4.123, 6.8063
Si, 6.7686, 6.83, 6.7279
Si, 9.5134, 9.5382, 6.7319
Si, 6.8162, 12.2814, 6.7503
Si, 9.571, 15.0411, 6.7589
Si, 6.8303, 17.7873, 6.8457
Si, 9.517, 20.5131, 6.8292
Si, 6.7535, 23.2495, 6.9019
Si, 9.4831, 25.9543, 6.903
Si, 6.7102, 28.6904, 6.9216
Si, 9.4825, 31.4741, 6.8853
Si, 12.2453, 1.3994, 6.8548
Si, 15.0154, 4.1246, 6.7713
Si, 12.2499, 6.8261, 6.75
Si, 14.9921, 9.5507, 6.7721
Si, 12.2394, 12.288, 6.7624
Si, 14.9695, 15.038, 6.7981
Si, 12.2578, 17.7684, 6.7791
Si, 14.9516, 20.5089, 6.8156
Si, 12.2319, 23.2504, 6.8355
Si, 14.9669, 25.971, 6.8611
Si, 12.2272, 28.699, 6.9
Si, 15.0023, 31.4473, 6.8843
Si, 16.3681, 2.7581, 8.1628
Si, 2.6742, 0.0357, 8.2132
Si, 16.3853, 8.1887, 8.1211
Si, 2.7024, 5.4787, 8.1387
Si, 16.3625, 13.6621, 8.1465
Si, 2.7175, 10.9134, 8.129
Si, 16.3342, 19.1567, 8.2012
Si, 2.7124, 16.409, 8.1841
Si, 16.3303, 24.6069, 8.2332
Si, 2.6522, 21.8926, 8.2378
Si, 16.3497, 30.0748, 8.2489
Si, 2.6415, 27.3377, 8.2492
Si, 5.406, 2.775, 8.1755
Si, 8.1234, 0.0489, 8.2228
Si, 5.4348, 8.1931, 8.1261
Si, 8.1376, 5.4983, 8.1474
Si, 5.4592, 13.6515, 8.14
Si, 8.1792, 10.9162, 8.1222
Si, 5.4368, 19.1504, 8.1989
Si, 8.2095, 16.3936, 8.1631
Si, 5.396, 24.611, 8.2662
Si, 8.155, 21.8679, 8.2186
Si, 5.3748, 30.0913, 8.2577
Si, 8.1295, 27.3437, 8.2564
Si, 10.8725, 2.7698, 8.1942
Si, 13.6233, 0.0276, 8.2123
Si, 10.8914, 8.1947, 8.1215
Si, 13.6358, 5.4839, 8.1362
Si, 10.9098, 13.6652, 8.1455
Si, 13.6275, 10.9275, 8.1294
Si, 10.9083, 19.1386, 8.1698
Si, 13.626, 16.4135, 8.1669
Si, 10.8852, 24.5992, 8.2362
Si, 13.6122, 21.8829, 8.1966
Si, 10.8687, 30.0981, 8.2354
Si, 13.6192, 27.3407, 8.2419
Si, 1.3454, 4.115, 9.5264
Si, 4.0635, 1.3971, 9.5609
Si, 1.3521, 9.5497, 9.4994
Si, 4.0749, 6.8362, 9.5106
Si, 1.3435, 15.0192, 9.5222
Si, 4.0873, 12.2818, 9.5016
Si, 1.314, 20.4978, 9.585
Si, 4.0856, 17.7639, 9.5559
Si, 1.3043, 25.9595, 9.6124
Si, 4.0437, 23.2325, 9.6132
Si, 1.3277, 31.4576, 9.5861
Si, 4.0291, 28.7045, 9.6083
Si, 6.7978, 4.1234, 9.5358
Si, 9.5238, 1.3972, 9.5729
Si, 6.8143, 9.5529, 9.4954
Si, 9.5355, 6.8396, 9.5109
Si, 6.832, 15.0168, 9.514
Si, 9.5474, 12.2832, 9.4993
Si, 6.805, 20.4967, 9.5826
Si, 9.5617, 17.7616, 9.5441
Si, 6.7818, 25.9721, 9.6202
Si, 9.5315, 23.223, 9.5924
Si, 6.7788, 31.4625, 9.5884
Si, 9.5171, 28.7185, 9.5994
Si, 12.2777, 4.125, 9.5314
Si, 15.0101, 1.3949, 9.554
Si, 12.2713, 9.5529, 9.496
Si, 15.0172, 6.8369, 9.5061
Si, 12.2808, 15.0228, 9.5245
Si, 15.0077, 12.282, 9.5066
Si, 12.2718, 20.4951, 9.5589
Si, 14.9969, 17.7624, 9.5526
Si, 12.2607, 25.9665, 9.5982
Si, 14.9824, 23.2294, 9.5893
Si, 12.2626, 31.4602, 9.5825
Si, 14.9887, 28.7079, 9.6077
Si, 16.3692, 0.0292, 10.9377
Si, 2.7027, 2.7613, 10.9222
Si, 16.3813, 5.4786, 10.8924
Si, 2.7178, 8.1981, 10.8836
Si, 16.3929, 10.9205, 10.87
Si, 2.7276, 13.6506, 10.879
Si, 16.3918, 16.3926, 10.8972
Si, 2.7191, 19.1315, 10.9244
Si, 16.3727, 21.8762, 10.9527
Si, 2.6998, 24.6147, 10.9751
Si, 16.366, 27.3487, 10.971
Si, 2.6932, 30.0976, 10.9641
Si, 5.4295, 0.0374, 10.9456
Si, 8.1658, 2.7698, 10.9268
Si, 5.4388, 5.4854, 10.9016
Si, 8.1826, 8.205, 10.8825
Si, 5.4591, 10.9206, 10.8714
Si, 8.198, 13.6497, 10.8806
Si, 5.4712, 16.3846, 10.896
Si, 8.198, 19.1252, 10.9219
Si, 5.4477, 21.8697, 10.9512
Si, 8.1809, 24.6062, 10.9586
Si, 5.427, 27.3573, 10.9709
Si, 8.1622, 30.1014, 10.9559
Si, 10.9005, 0.0306, 10.9403
Si, 13.6417, 2.7612, 10.9147
Si, 10.9112, 5.4879, 10.8954
Si, 13.6531, 8.2029, 10.8756
Si, 10.922, 10.9246, 10.8709
Si, 13.6608, 13.6562, 10.8826
Si, 10.9339, 16.3926, 10.9036
Si, 13.6528, 19.1364, 10.9258
Si, 10.9221, 21.8621, 10.941
Si, 13.6412, 24.6083, 10.9598
Si, 10.9064, 27.3534, 10.954
Si, 13.6334, 30.0953, 10.9548
Si, 1.3491, 1.3879, 12.2972
Si, 4.0867, 4.1172, 12.2819
Si, 1.3593, 6.8329, 12.2602
Si, 4.0996, 9.5555, 12.2464
Si, 1.3686, 12.2762, 12.2466
Si, 4.1058, 15.008, 12.256
Si, 1.3663, 17.7456, 12.2781
Si, 4.0946, 20.4873, 12.3032
Si, 1.3496, 23.2322, 12.327
Si, 4.0821, 25.979, 12.336
Si, 1.3437, 28.7177, 12.327
Si, 4.0808, 31.4615, 12.3156
Si, 6.8171, 1.394, 12.304
Si, 9.5589, 4.1221, 12.2819
Si, 6.8266, 6.8397, 12.2602
Si, 9.565, 9.5597, 12.2461
Si, 6.8355, 12.2781, 12.2427
Si, 9.5731, 15.0092, 12.2526
Si, 6.8405, 17.7436, 12.277
Si, 9.5695, 20.485, 12.2995
Si, 6.828, 23.2313, 12.319
Si, 9.5595, 25.9733, 12.32
Si, 6.814, 28.7225, 12.3257
Si, 9.5491, 31.4606, 12.3164
Si, 12.2869, 1.3909, 12.2971
Si, 15.0242, 4.1161, 12.278
Si, 12.2965, 6.8407, 12.2603
Si, 15.0345, 9.5558, 12.2479
Si, 12.3025, 12.2793, 12.2419
Si, 15.0395, 15.0107, 12.2572
Si, 12.3053, 17.7503, 12.2797
Si, 15.0281, 20.4898, 12.3059
Si, 12.293, 23.2264, 12.315
Si, 15.0159, 25.9709, 12.3283
Si, 12.2835, 28.7162, 12.32
Si, 15.0168, 31.459, 12.3108
Si, 16.3902, 2.7563, 13.6596
Si, 2.7184, 0.0267, 13.6744
Si, 0.0017, 8.1985, 13.6295
Si, 2.7262, 5.4817, 13.6465
Si, 0.0137, 13.6455, 13.6212
Si, 2.7431, 10.9169, 13.6211
Si, 0.0185, 19.1229, 13.6526
Si, 2.7505, 16.3779, 13.6345
Si, 0.0027, 24.6179, 13.6889
Si, 2.7459, 21.8678, 13.6724
Si, 16.3893, 30.0952, 13.6835
Si, 2.7291, 27.3638, 13.6937
Si, 5.4562, 2.7636, 13.6647
Si, 8.1896, 0.0305, 13.6797
Si, 5.4689, 8.2041, 13.6272
Si, 8.1973, 5.4903, 13.6443
Si, 5.4833, 13.6421, 13.6207
Si, 8.2083, 10.9234, 13.6157
Si, 5.4881, 19.121, 13.6498
Si, 8.2227, 16.3755, 13.6298
Si, 5.4792, 24.6165, 13.6831
Si, 8.2231, 21.8691, 13.6678
Si, 5.4586, 30.1022, 13.6872
Si, 8.2049, 27.3559, 13.6804
Si, 10.926, 2.7608, 13.6642
Si, 13.6578, 0.0265, 13.6729
Si, 10.936, 8.2081, 13.6268
Si, 13.6631, 5.4833, 13.6458
Si, 10.9502, 13.647, 13.6135
Si, 13.6761, 10.9244, 13.617
Si, 10.9574, 19.1228, 13.6527
Si, 13.6895, 16.3833, 13.6303
Si, 10.9478, 24.612, 13.6793
Si, 13.6835, 21.8716, 13.6737
Si, 10.9291, 30.0939, 13.6823
Si, 13.665, 27.3545, 13.6855
Si, 1.368, 4.1147, 15.0214
Si, 4.0995, 1.3879, 15.0328
Si, 1.3887, 9.5468, 14.9978
Si, 4.1116, 6.841, 15.0035
Si, 1.3929, 14.9969, 14.9973
Si, 4.1311, 12.2642, 14.9898
Si, 1.3948, 20.4837, 15.0274
Si, 4.1306, 17.7389, 15.0051
Si, 1.3757, 25.9875, 15.0547
Si, 4.1244, 23.2361, 15.0364
Si, 1.3677, 31.454, 15.0463
Si, 4.1076, 28.728, 15.0583
Si, 6.8393, 4.1267, 15.022
Si, 9.5706, 1.3905, 15.044
Si, 6.8534, 9.557, 14.9897
Si, 9.5767, 6.8493, 15.0074
Si, 6.8697, 14.9935, 14.9892
Si, 9.5923, 12.2762, 14.9782
Si, 6.8695, 20.4852, 15.0186
Si, 9.6045, 17.7317, 14.9971
Si, 6.8597, 25.9794, 15.0507
Si, 9.602, 23.2315, 15.041
Si, 6.8378, 31.4598, 15.055
Si, 9.5852, 28.7109, 15.0517
Si, 12.305, 4.1211, 15.0303
Si, 15.0372, 1.3855, 15.0369
Si, 12.3149, 9.5639, 14.9929
Si, 15.0458, 6.8382, 15.0118
Si, 12.3316, 15.0001, 14.9809
Si, 15.0564, 12.2752, 14.9895
Si, 12.3339, 20.4858, 15.0239
Si, 15.0658, 17.739, 15.0047
Si, 12.3242, 25.9721, 15.0524
Si, 15.0574, 23.2365, 15.0458
Si, 12.3117, 31.4514, 15.0476
Si, 15.0417, 28.7161, 15.0522

Results
total energy: -236503.579 eV
total energy less fixed offsets of O -438.35, Si -107.03 eV per atom: 4.121 eV

Forces (eV/angstrom), in the order of the atoms: element, x, y, z
Si, -0.0043, 0.0144, -0.2277
Si, 0.0445, -0.1797, 0.2204
Si, 0.1912, 0.0662, 0.5017
Si, -0.1109, 0.0533, 0.1648
Si, -0.0708, -0.0087, -0.2137
Si, -0.0062, 0.029, -0.638
Si, 0.0031, -0.1102, -0.1422
Si, -0.0249, -0.055, -0.2257
Si, 0.0128, -0.1956, -0.0745
Si, 0.0001, 0.0052, 0.1871
Si, 0.1753, -0.0379, 0.4703
Si, 0.0792, -0.0905, -0.0185
Si, 0.057, -0.2227, -0.238
Si, -0.2144, -0.3292, -0.0007
Si, -0.1169, 0.0341, 0.279
Si, 0.1174, 0.2799, 0.2045
Si, -0.1715, 0.0342, -0.1701
Si, -0.345, -0.0251, 0.5209
Si, 0.0726, -0.0777, -0.2057
Si, 0.4961, -0.3189, -0.0424
Si, 0.0412, -0.1309, 0.0521
Si, 0.1422, -0.0035, -0.2422
Si, -0.0224, 0.1983, -0.1856
Si, -0.0664, -0.0768, -0.5101
Si, -0.1201, 0.0572, 0.1307
Si, 0.0556, -0.2483, -0.0485
Si, -0.0325, 0.1338, 0.2655
Si, -0.0749, -0.022, -0.1376
Si, 0.2163, 0.0958, 0.0832
Si, -0.1141, 0.0518, -0.0648
Si, 0.0115, -0.0213, -0.0569
Si, 0.1415, -0.1375, -0.0389
Si, 0.0239, 0.2537, 0.4527
Si, -0.0979, 0.2147, -0.1113
Si, -0.0016, 0.0931, -0.4023
Si, 0.1975, -0.1363, -0.0992
Si, 0.1067, 0.1372, -0.2676
Si, -0.0875, 0.1122, -0.1583
Si, -0.1839, 0.0551, -0.5142
Si, -0.0344, 0.038, -0.1404
Si, -0.1338, -0.2474, -0.1625
Si, -0.0217, 0.3113, -0.2792
Si, -0.1055, 0.0072, -0.2772
Si, 0.0512, -0.213, -0.3406
Si, -0.1243, 0.102, -0.2237
Si, -0.0876, 0.0456, -0.2693
Si, -0.1051, -0.0138, -0.2643
Si, -0.004, 0.1033, -0.1049
Si, 0.123, 0.0113, -0.3444
Si, 0.2522, 0.0011, -0.2651
Si, 0.1016, 0.1149, -0.0913
Si, -0.0172, 0.0182, -0.2314
Si, -0.2693, -0.0286, -0.0827
Si, 0.0927, -0.0348, -0.3479
Si, 0.049, 0.0215, -0.3621
Si, -0.2857, -0.1592, -0.2547
Si, -0.0249, -0.119, -0.2844
Si, 0.1508, 0.0774, -0.1559
Si, 0.0165, -0.1384, -0.3027
Si, 0.0557, 0.0609, -0.1362
Si, 0.0673, -0.0285, -0.2204
Si, -0.0583, 0.1026, -0.2566
Si, -0.0296, 0.0824, -0.229
Si, 0.1314, 0.0733, -0.2159
Si, -0.0793, -0.1546, -0.2642
Si, 0.0575, 0.044, -0.2988
Si, -0.1049, 0.0544, -0.1784
Si, -0.009, -0.3011, -0.1784
Si, -0.0249, -0.1784, -0.2996
Si, 0.134, 0.0723, -0.0797
Si, -0.0889, -0.1202, -0.1019
Si, 0.1941, 0.1092, -0.2075
Si, 0.1096, 0.0301, 0.4289
Si, 0.025, 0.0249, 0.1491
Si, 0.1344, 0.0492, -0.0227
Si, 0.0104, -0.0105, 0.3122
Si, -0.1618, 0.0293, 0.1431
Si, -0.0972, -0.0639, 0.2711
Si, -0.0822, -0.0832, -0.2309
Si, 0.0071, -0.0746, 0.2
Si, -0.0311, -0.1118, -0.0576
Si, -0.0686, 0.033, -0.0649
Si, 0.0991, -0.1121, 0.0895
Si, 0.0586, -0.0206, -0.1708
Si, 0.1117, 0.0047, 0.0886
Si, 0.2223, 0.3104, 0.3561
Si, -0.1346, 0.0838, -0.0289
Si, 0.0864, 0.0958, 0.032
Si, 0.054, -0.0625, 0.1232
Si, 0.045, 0.0575, -0.0175
Si, -0.1623, -0.0196, 0.006
Si, -0.1191, -0.1506, -0.2027
Si, 0.0197, -0.0504, 0.0858
Si, -0.0379, -0.2846, -0.0966
Si, -0.0036, -0.018, 0.2534
Si, 0.001, -0.0641, 0.2226
Si, -0.1974, 0.0422, 0.2582
Si, 0.1559, 0.1091, 0.1588
Si, -0.0393, -0.0464, 0.197
Si, -0.0647, 0.116, 0.1291
Si, -0.1151, -0.0974, -0.0078
Si, -0.2027, 0.1215, 0.1609
Si, -0.1398, 0.132, -0.236
Si, -0.0478, -0.1247, -0.0363
Si, 0.0347, -0.1017, -0.0407
Si, -0.1151, 0.14, -0.0068
Si, 0.1031, 0.0312, 0.1664
Si, 0.241, -0.0481, -0.1624
Si, -0.0279, -0.0072, -0.2231
Si, -0.1204, -0.0047, -0.022
Si, 0.0824, 0.0487, -0.0195
Si, -0.1381, -0.1334, -0.2071
Si, 0.0594, 0.0492, -0.081
Si, -0.0034, -0.0528, -0.0334
Si, 0.0043, 0.0537, 0.0297
Si, -0.0941, 0.061, -0.0641
Si, -0.0004, -0.0936, -0.1587
Si, 0.0839, 0.0691, -0.0344
Si, -0.0384, -0.0413, -0.1236
Si, 0.071, 0.0566, -0.0341
Si, -0.0063, 0.0254, -0.0118
Si, -0.1162, 0.01, -0.2187
Si, 0.0306, 0.0108, -0.037
Si, 0.0943, 0.0747, -0.0908
Si, -0.0333, -0.0613, -0.0134
Si, 0.0215, 0.1455, -0.0365
Si, 0.0416, 0.0948, -0.1308
Si, 0.1008, -0.0505, 0.0547
Si, -0.0141, 0.1719, -0.0368
Si, -0.0279, -0.0127, -0.1075
Si, 0.0045, 0.0568, -0.1697
Si, 0.0167, -0.0682, 0.0021
Si, 0.049, -0.0891, -0.1531
Si, 0.002, 0.0679, -0.1441
Si, -0.0411, -0.0017, -0.0771
Si, -0.0086, -0.0131, -0.0145
Si, -0.0043, 0.0562, -0.098
Si, 0.0115, 0.0125, -0.0268
Si, 0.0824, -0.0004, -0.0106
Si, -0.0419, -0.0693, 0.0315
Si, -0.103, 0.0191, -0.0304
Si, 0.0396, 0.0155, -0.1544
Si, -0.0127, -0.0486, 0.0393
Si, -0.0528, 0.1719, -0.104
Si, 0.029, -0.0069, -0.0004
Si, 0.0068, -0.0049, 0.0017
Si, -0.0017, -0.0262, -0.0028
Si, 0.0155, -0.0321, -0.0022
Si, 0.0347, -0.0155, -0.0197
Si, 0.0045, -0.0032, -0.0025
Si, -0.0073, 0.0247, -0.0099
Si, 0.0031, -0.0121, -0.0084
Si, -0.0103, -0.0266, -0.0032
Si, -0.0058, -0.0238, 0.0045
Si, -0.0136, -0.0074, 0.0077
Si, 0.0116, -0.0138, 0.0101
Si, -0.0063, 0.0186, 0.0002
Si, -0.0035, 0.0117, -0.0021
Si, -0.0192, -0.0153, 0.0001
Si, -0.0106, -0.0119, 0.0003
Si, 0.03, -0.0167, 0.0007
Si, 0.0109, 0.0024, 0.0132
Si, -0.0293, 0.0064, -0.0142
Si, 0.0128, -0.0517, -0.0112
Si, -0.0026, -0.0232, 0.0027
Si, -0.0041, -0.0302, 0.0056
Si, -0.0142, -0.0204, -0.0073
Si, -0.0076, -0.0102, -0.0066
Si, -0.0014, -0.0273, -0.0064
Si, 0.0011, -0.0356, -0.0081
Si, 0.0031, -0.0005, -0.0036
Si, 0.0137, -0.0088, -0.011
Si, -0.0036, -0.0018, 0.006
Si, -0.0036, -0.0014, 0.0036
Si, 0.0207, -0.0089, -0.0026
Si, 0.0069, -0.015, -0.0045
Si, 0.0004, -0.0373, 0.0026
Si, -0.0177, -0.0221, 0.0129
Si, -0.0034, -0.0194, 0.0082
Si, 0.0166, -0.0156, 0.0086
Si, -0.0395, -0.007, -0.0173
Si, 0.0026, -0.0113, -0.0166
Si, 0.0086, 0.0255, 0.0017
Si, -0.0487, 0.013, -0.0012
Si, -0.0518, 0.018, 0.0139
Si, 0.0382, 0.0493, 0.0124
Si, -0.0045, 0.0157, -0.0055
Si, -0.0221, -0.0029, 0.0029
Si, 0.0287, 0.0217, 0.003
Si, 0.0378, 0.0241, -0.0106
Si, 0.0066, 0.0062, -0.0086
Si, -0.0065, -0.015, -0.002
Si, -0.0121, -0.0389, 0.0024
Si, -0.0048, -0.0179, 0.007
Si, 0.032, -0.0003, 0.0013
Si, 0.0176, 0.0147, 0.0027
Si, -0.0642, 0.0094, 0.002
Si, -0.009, 0.0441, 0.0045
Si, -0.0005, 0.0498, -0.0067
Si, -0.0463, 0.0303, 0.0049
Si, -0.0032, 0.0187, -0.0026
Si, -0.0022, 0.0233, -0.0144
Si, 0.0101, 0.0234, -0.0084
Si, 0.0091, 0.0317, -0.0044
Si, 0.0216, 0.0393, -0.003
Si, 0.0278, 0.0285, 0.0058
Si, 0.0139, -0.0161, 0.001
Si, -0.0213, -0.0212, 0.0085
Si, 0.0192, 0.0204, 0.0128
Si, 0.0243, 0.0253, 0.0122
Si, -0.0122, 0.0208, -0.0223
Si, 0.0121, -0.0079, -0.0168
Si, 0.0135, 0.0145, 0.0017
Si, 0.0275, 0.0239, -0.0029
Si, -0.0278, 0.0061, -0.0131
Si, -0.0346, -0.0037, -0.0154
Si, 0.0309, -0.0451, -0.0242
Si, 0.0135, 0.0307, 0.0275
Si, 0.0166, -0.0175, -0.0102
Si, -0.0178, -0.0365, 0.0065
Si, 0.0573, -0.0075, -0.0355
Si, 0.0604, -0.0334, -0.004
Si, -0.006, 0.0235, 0.0097
Si, -0.0385, 0.0443, 0.0225
Si, -0.018, -0.0255, -0.0119
Si, 0.0115, -0.0298, 0.0219
Si, 0.0123, -0.011, 0.0297
Si, 0.0245, -0.0135, -0.0159
Si, -0.0161, 0.0659, 0.0073
Si, 0.008, -0.0154, -0.0248
Si, -0.0366, -0.0413, 0.0551
Si, -0.0035, 0.0118, -0.0026
Si, -0.0149, -0.0147, -0.0284
Si, 0.0074, -0.0214, 0.0174
Si, 0.0072, -0.0846, -0.0275
Si, -0.0107, 0.0154, -0.015
Si, -0.0567, -0.0216, 0.0096
Si, 0.0213, -0.0719, -0.0147
Si, 0.0042, -0.0149, -0.0047
Si, -0.0024, -0.0268, 0.0334
Si, 0.0137, -0.0363, -0.0086
Si, 0.0277, -0.0144, -0.0079
Si, -0.0077, -0.0245, -0.0157
Si, -0.0343, -0.0095, -0.0093
Si, 0.0183, 0.0096, 0.0089
Si, 0.0205, 0.0012, -0.0496
Si, 0.0774, -0.0819, 0.0022
Si, -0.0048, 0.0645, 0.0207
Si, -0.0449, 0.003, 0.0234
Si, 0.0108, -0.0324, 0.0114
Si, 0.0192, -0.0109, -0.0048
Si, -0.0495, -0.0131, 0.0201
Si, -0.0162, 0.0543, -0.0087
Si, -0.0364, -0.0854, 0.0413
Si, -0.0414, -0.0197, 0.0375
Si, 0.0121, 0.0217, 0.0075
Si, -0.0337, -0.0423, -0.0203
Si, -0.01, 0.0668, -0.0128
Si, -0.0712, -0.0338, -0.0123
Si, 0.0652, 0.0953, -0.0778
Si, 0.0041, 0.0374, 0.0753
Si, 0.0311, 0.0801, 0.0172
Si, -0.0042, -0.0572, 0.0455
Si, -0.0331, 0.0245, 0.0349
Si, -0.0175, -0.059, 0.0333
Si, -0.0167, 0.0079, -0.0096
Si, 0.0262, -0.0019, 0.0624
Si, -0.0086, -0.005, 0.0081
Si, -0.0458, 0.0802, 0.0026
Si, 0.0154, -0.0035, 0.062
Si, 0.0182, 0.0372, 0.0314
Si, -0.0632, 0.0431, 0.0109
Si, 0.0244, 0.0442, 0.0218
Si, 0.0156, -0.0379, 0.0147
Si, -0.017, 0.0413, 0.0162
Si, 0.0181, 0.0022, 0.0642
Si, 0.0437, 0.0283, -0.0282
Si, 0.0061, 0.0402, 0.0295
Si, 0.0209, 0.0284, 0.056
Si, 0.0471, 0.0034, 0.0402
Si, 0.014, -0.0299, 0.0578
Si, -0.0152, 0.0006, 0.0557
Si, -0.087, 0.0419, 0.0016
Si, 0.0115, 0.0076, -0.016
Si, 0.0799, 0.0032, 0.0279
Si, -0.0095, 0.0155, 0.0414
Si, -0.0343, 0.0001, 0.0612
Si, 0.0446, 0.0036, 0.0618
Si, -0.0734, 0.0093, -0.0493
Si, -0.0155, 0.0453, 0.0323
Si, 0.133, -0.0196, 0.1063
Si, -0.0118, -0.0492, 0.0484
Si, 0.0131, 0.0438, -0.0016
Si, 0.0648, -0.0004, 0.1439
Si, -0.0552, 0.0889, 0.0049
Si, 0.0059, 0.0203, -0.0226
Si, 0.021, -0.0328, 0.0213
Si, 0.081, -0.0437, 0.049
Si, -0.0156, 0.0385, 0.0886
Si, 0.0277, -0.0166, 0.1508
Si, -0.0189, -0.0479, 0.098
Si, -0.0243, 0.0057, 0.0534
Si, 0.0173, 0.0041, 0.0429
Si, -0.0424, 0.0158, 0.1542
Si, -0.1321, -0.0337, 0.0123
Si, -0.0119, -0.0141, -0.0152
Si, 0.1238, -0.1175, 0.0975
Si, 0.0532, -0.0548, 0.1264
Si, -0.0954, -0.0638, -0.0013
Si, -0.0094, 0.0503, -0.0035
Si, 0.0295, -0.0558, 0.011
Si, 0.106, 0.0005, -0.0073
Si, 0.1317, -0.0101, 0.0627
Si, 0.0617, -0.0756, 0.076
Si, -0.05, -0.0228, 0.0371
Si, -0.0409, -0.0591, -0.0003
Si, 0.0096, 0.0279, 0.2301
Si, 0.0395, -0.0116, 0.1218
Si, 0.043, 0.0791, 0.0062
Si, 0.0919, -0.0406, 0.049
Si, 0.0206, -0.0226, 0.1855
Si, 0.0006, 0.027, 0.1885
Si, -0.0984, 0.0592, -0.0204
Si, -0.0786, -0.0546, -0.0595
Si, 0.0304, 0.0183, 0.0822
Si, 0.0636, -0.049, 0.0419
Si, 0.0063, -0.2807, -0.2019
Si, 0.0739, 0.056, -0.2753
Si, -0.0052, 0.1433, -0.1063
Si, -0.0424, 0.0561, -0.2607
Si, -0.0482, 0.0351, -0.1955
Si, -0.0871, 0.0976, -0.1889
Si, -0.03, -0.0031, 0.1248
Si, -0.1583, 0.0939, 0.1381
Si, 0.1402, -0.0912, 0.0881
Si, 0.1156, -0.1396, -0.0816
Si, 0.0195, -0.019, -0.0919
Si, -0.0807, 0.0997, -0.0898
Si, 0.1884, -0.1477, 0.0166
Si, 0.1316, -0.0416, -0.0134
Si, -0.0635, -0.0257, -0.0241
Si, 0.0217, 0.0844, -0.004
Si, 0.0108, 0.0791, -0.3116
Si, -0.0751, 0.029, -0.0336
Si, -0.0229, -0.0142, 0.1016
Si, 0.2592, -0.1441, 0.0469
Si, -0.171, -0.016, 0.1059
Si, 0.0218, -0.1765, 0.1394
Si, 0.0745, -0.089, -0.1296
Si, 0.1655, -0.0481, -0.2522
Si, -0.0522, 0.1558, -0.1064
Si, -0.0739, 0.1194, -0.102
Si, -0.0046, 0.0288, -0.1458
Si, 0.0215, -0.0453, -0.1835
Si, -0.1602, 0.1731, -0.0978
Si, -0.1985, 0.1724, -0.0048
Si, -0.0487, -0.0755, 0.0808
Si, -0.0484, -0.1656, 0.072
Si, 0.0553, 0.0102, 0.2076
Si, -0.1626, 0.0018, 0.1969
Si, -0.0363, -0.1933, 0.1475
Si, 0.1659, -0.1776, 0.2814
Si, 0.0837, -0.02, 0.0279
Si, -0.0494, 0.0257, 0.0931
Si, 0.0477, 0.1847, 0.2244
Si, -0.0026, -0.0326, 0.0783
Si, -0.113, -0.0015, 0.1047
Si, -0.238, 0.0562, 0.3434
Si, -0.1337, -0.0155, 0.3028
Si, -0.0256, 0.1426, 0.3731
Si, 0.2428, -0.1235, 0.1879
Si, -0.015, -0.0063, 0.3347
Si, 0.0865, -0.1003, 0.2702
Si, -0.0142, -0.1853, 0.3513
Si, 0.143, -0.0537, -0.0114
Si, 0.0052, 0.0206, 0.2596
Si, -0.118, 0.1914, 0.1174
Si, 0.1302, -0.0458, -0.1246
Si, -0.0567, 0.0615, 0.2323
Si, -0.1002, 0.1512, 0.1157
Si, -0.0157, 0.0207, 0.246
Si, 0.0679, 0.0202, 0.1846
Si, 0.094, 0.0437, 0.376
Si, -0.0495, -0.0301, 0.3678
Si, 0.166, -0.1258, 0.2401
Si, 0.0943, -0.1261, 0.1359
Si, 0.0258, 0.093, 0.2902
Si, 0.1731, 0.0033, 0.1658
Si, 0.0476, -0.0148, 0.045
Si, 0.1711, 0.1674, 0.111
Si, -0.0397, 0.1645, 0.1285
Si, -0.0749, -0.1178, 0.1861
Si, -0.0834, -0.1274, 0.2264
Si, -0.0977, 0.0966, 0.2777
Si, 0.0292, 0.0343, 0.3238
Si, -0.1222, -0.2105, 0.2763
Si, 0.0063, -0.0653, 0.3936
Si, -0.0246, 0.0483, -0.0765
Si, 0.0806, -0.0334, 0.4038
Si, -0.0496, 0.0726, 0.3901
Si, 0.0436, -0.019, -0.178
Si, -0.2467, 0.1138, 0.1519
Si, 0.3415, -0.0906, 0.419
Si, -0.0792, 0.092, 0.3512
Si, 0.1348, 0.0925, -0.3186
Si, -0.1199, -0.0614, -0.31
Si, 0.0263, 0.1723, -0.0161
Si, -0.2301, 0.01, -0.2016
Si, 0.1808, -0.0215, -0.2107
Si, -0.0911, 0.047, -0.0385
Si, -0.0161, -0.0633, 0.1807
Si, 0.3593, -0.2451, -0.2202
Si, -0.1251, 0.2267, 0.3508
Si, -0.0704, 0.3255, 0.4145
Si, 0.0588, -0.0386, 0.1948
Si, -0.0541, -0.0555, 0.1789
Si, -0.0557, 0.1455, -0.2467
Si, -0.034, 0.0019, -0.2353
Si, -0.034, -0.2236, -0.0499
Si, -0.2075, 0.184, -0.2748
Si, -0.0024, 0.1025, 0.3271
Si, -0.0106, -0.0575, 0.2893
Si, 0.2237, -0.1626, 0.0343
Si, -0.1386, 0.2043, 0.4438
Si, 0.0487, 0.4277, 0.0832
Si, 0.128, -0.1129, 0.0982
Si, -0.1993, 0.0053, -0.3128
Si, 0.0377, 0.1178, 0.2501
Si, 0.2517, 0.1773, -0.383
Si, 0.1857, -0.2693, -0.1682
Si, -0.2062, 0.0159, -0.4692
Si, -0.0592, 0.0393, -0.1653
Si, -0.1004, -0.0448, 0.4585
Si, 0.009, 0.0463, -0.3215
Si, 0.1113, 0.1769, 0.283
Si, -0.01, 0.1401, 0.3244
Si, -0.0035, 0.0064, 0.4492
Si, -0.0424, -0.0731, -0.1598
Si, -0.0451, -0.0317, 0.032
Si, 0.1109, -0.0991, 0.4991
Si, 0.1192, 0.0158, 0.3051
Si, -0.0708, -0.032, 0.1739
Si, -0.067, 0.0433, 0.1259
Si, 0.02, -0.0604, 0.4823
Si, -0.0416, -0.1766, -0.1871
Si, 0.1864, 0.123, 0.6037
Si, -0.2769, 0.1695, 0.29
Si, -0.2177, -0.0491, 0.1353
Si, -0.2791, 0.0043, 0.4022
Si, -0.0266, -0.0857, 0.1626
Si, -0.0632, 0.0498, 0.3145
Si, -0.0602, -0.0157, -0.0552
Si, -0.0376, -0.1879, 0.2845
Si, -0.0197, -0.0289, 0.1352
Si, 0.048, 0.0879, 0.061
Si, 0.0146, 0.1245, 0.3284
Si, 0.1205, 0.2497, -0.0305
Si, 0.0387, 0.0596, 0.2434
Si, 0.0617, 0.0129, 0.3393
Si, -0.0372, -0.0074, 0.4439
Si, 0.0735, 0.0052, 0.2574
Si, 0.0354, -0.1945, 0.1034
Si, -0.1581, 0.0895, 0.4306
Si, 0.1104, 0.2074, 0.3085
Si, -0.1243, -0.092, 0.2502
Si, 0.1386, -0.0726, 0.1653
Si, -0.1188, -0.1222, 0.2063
Si, -0.1934, -0.0221, -0.069
Si, 0.0202, 0.0032, 0.3181
Si, 0.0452, 0.027, 0.5338
Si, 0.1137, -0.1076, 0.1343
Si, 0.108, -0.2147, -0.2125
Si, 0.1445, -0.2075, 0.2057
Si, -0.0019, 0.0733, -0.4412
Si, 0.0279, -0.1636, 0.1063
Si, 0.1605, 0.1066, -0.1361
Si, -0.1131, -0.0321, 0.3117
Si, 0.0585, 0.0746, -0.0042
Si, 0.0341, 0.2132, 0.1976
Si, -0.1301, 0.0911, -0.3885
Si, -0.1811, 0.0279, 0.4142
Si, -0.0485, -0.0867, -0.0622
Si, -0.1108, -0.0917, 0.4212
Si, -0.1129, 0.1027, 0.232
Si, -0.0939, 0.0332, 0.0603
Si, 0.0401, 0.0003, -0.0375
Si, -0.0973, 0.091, 0.0177
Si, -0.0043, -0.0519, 0.0992
Si, -0.33, -0.0243, -0.0299
Si, 0.0284, 0.0204, 0.4996
Si, 0.0963, -0.0157, -0.3775
Si, 0.0718, -0.2063, 0.3487
Si, 0.0131, -0.0573, 0.2245
Si, -0.0112, -0.1642, 0.2951
Si, 0.0902, -0.0505, 0.0973
Si, -0.027, 0.0218, -0.0166
Si, -0.001, -0.0756, 0.2537
Si, -0.0935, 0.0402, -0.385
Si, -0.0554, 0.0557, 0.0897
Si, 0.0815, 0.1598, -0.4231
Si, -0.1411, 0.0557, -0.1744
Si, 0.0344, 0.0542, -0.4985
Si, 0.0034, -0.0305, -0.0004
Si, 0.0458, -0.0142, -0.0689
Si, 0.0306, 0.0894, -0.009
Si, -0.0867, 0.1707, 0.4314
Si, 0.0832, 0.0007, -0.039
Si, -0.116, -0.2046, -0.385
Si, -0.1059, -0.0676, 0.0426
Si, -0.245, 0.0441, 0.3843
Si, 0.0521, 0.0695, 0.2738
Si, -0.1164, 0.0198, -0.4052
Si, -0.1697, -0.0033, 0.2447
Si, -0.2115, -0.045, -0.1052
Si, -0.1087, 0.0566, 0.0712
Si, 0.1869, -0.0635, -0.1881
Si, -0.087, -0.0289, 0.1444
Si, 0.1003, -0.1041, -0.0818
Si, 0.1067, 0.0589, -0.0597
Si, 0.1078, 0.108, 0.2298
Si, -0.15, 0.0124, 0.0147
Si, 0.1175, 0.0165, -0.0823
Si, -0.0769, -0.0835, -0.0022
Si, -0.0074, -0.0931, 0.1982
Si, -0.1121, -0.1275, -0.085
Si, 0.0186, -0.0703, -0.2235
Si, -0.0541, -0.1023, 0.3044
Si, 0.0725, -0.0382, -0.5436
Si, -0.1076, 0.0677, -0.3669
Si, -0.0132, 0.0004, -0.1223
Si, 0.0278, 0.0925, -0.3272
Si, -0.0336, -0.0502, -0.3519
Si, -0.1231, 0.0566, -0.4618
Si, -0.177, 0.1416, -0.0737
Si, -0.2564, 0.1084, -0.1833
Si, 0.0224, 0.1175, -0.3496
Si, 0.0244, 0.1062, -0.1779
Si, -0.0394, -0.2072, -0.1904
Si, -0.0363, 0.031, -0.3377
Si, 0.029, 0.1135, -0.5501
Si, -0.0802, 0.1043, -0.4387
Si, 0.0162, 0.1193, 0.3041
Si, -0.1956, 0.0184, -0.3129
Si, 0.1142, -0.039, -0.3071
Si, 0.0839, -0.0502, -0.3169
Si, 0.0725, -0.0885, -0.2037
Si, -0.0278, -0.0543, 0.2729
Si, 0.0749, 0.1902, -0.3994
Si, 0.0388, -0.162, -0.4401
Si, -0.2436, -0.053, -0.4384
Si, 0.0335, -0.1105, -0.2724
Si, 0.002, -0.1192, -0.491
Si, -0.1803, 0.4544, -0.3928
Si, 0.2025, -0.0339, -0.2825
Si, 0.0107, 0.0081, -0.1905
Si, 0.1429, 0.1138, -0.256
Si, 0.0894, 0.1663, -0.2673
Si, 0.192, -0.2153, -0.0902
Si, 0.1896, 0.0813, -0.1024
Si, 0.0118, 0.0065, -0.4179
Si, 0.0237, -0.1755, -0.3376
Si, -0.0424, 0.0277, -0.271
O, -0.1212, -0.1039, 0.2961
O, 0.1273, 0.0677, 0.1491
O, 0.3976, -0.2589, 0.3455
O, 0.1163, -0.118, 0.279
O, -0.4761, 0.3597, 0.523
O, 0.3171, -0.0715, -0.4737
O, 0.2369, 0.1467, -0.095
O, 0.2809, -0.0452, 0.4831
O, -0.1366, 0.0623, -0.0615
O, 0.2073, -0.2724, 0.1937
O, 0.3476, -0.14, 0.4078
O, -0.3888, -0.1929, 0.671
O, -0.2329, -0.3104, 0.0292
O, -0.231, 0.1572, 0.2925
O, -0.1383, 0.2384, 0.222
O, 0.3023, 0.2964, 0.034
O, -0.1065, 0.0226, 0.1686
O, -0.2462, 0.1386, 0.0565
O, -0.0905, -0.1065, 0.5446
O, 0.0937, -0.0182, 0.1841
O, -0.2022, 0.2781, 0.3764
O, -0.0872, -0.1425, -0.0493
O, 0.0621, -0.3712, -0.0287
O, 0.2152, -0.0549, 0.3891
O, 0.0758, 0.1545, -0.3373
O, -0.0792, 0.0804, 0.0516
O, -0.0937, 0.2014, 0.7985
O, -0.1519, 0.1439, 0.1747
O, 0.114, 0.2428, 0.4671
O, -0.03, -0.2226, -0.1868
O, 0.1359, -0.0983, 0.2615
O, 0.1141, -0.0326, 0.2121
O, 0.0455, 0.1799, 0.0803
O, 0.0656, 0.048, 0.03
O, 0.0304, -0.2386, 0.4295
O, -0.2262, -0.2032, 0.2621
O, -0.1702, 0.0164, 0.1346
O, 0.0743, 0.1196, -0.1386
O, -0.1408, 0.145, 0.326
O, 0.0561, 0.1681, -0.0306
O, -0.1403, 0.115, 0.2948
O, 0.0426, -0.0803, 0.1232
O, -0.413, 0.2054, 0.2286
O, 0.0673, 0.2875, -0.0274
O, 0.128, -0.2976, 0.2213
O, -0.0762, 0.1089, 0.3609
O, 0.5049, -0.2269, 0.3162
O, -0.1353, 0.0318, 0.6411
O, 0.019, 0.3024, -0.2515
O, 0.0616, -0.0521, 0.1623
O, 0.1123, -0.2266, 0.2568
O, 0.0869, -0.0217, 0.3814
O, -0.017, -0.0993, 0.2121
O, 0.0859, 0.2734, 0.1656
O, -0.1821, 0.1703, 0.271
O, 0.1936, -0.2405, 0.4286
O, -0.0421, 0.0995, 0.164
O, 0.2561, -0.1592, 0.0384
O, 0.1763, -0.2807, 0.2264
O, 0.0529, -0.1808, 0.0574
O, 0.0576, -0.1156, 0.1271
O, -0.2346, -0.0108, 0.7427
O, 0.2848, 0.1053, 0.3982
O, 0.0052, 0.0087, 0.274
O, 0.0978, -0.1123, -0.0167
O, -0.1009, 0.0575, 0.1538
O, -0.1801, 0.0514, 0.2363
O, -0.2353, -0.169, 0.4452
O, 0.2613, 0.2065, 0.2299
O, -0.0829, 0.1572, -0.0161
O, -0.2578, 0.2074, 0.1517
O, -0.2074, 0.1918, -0.0115
O, 0.2506, -0.2091, -0.2708
O, 0.2535, -0.1418, -0.6447
O, -0.0246, -0.0137, -0.0454
O, 0.1022, -0.0768, -0.2248
O, -0.2414, -0.0263, -0.3606
O, -0.2666, -0.0671, -0.1575
O, -0.1013, 0.1031, 0.0654
O, 0.2969, -0.0615, -0.1815
O, 0.2654, -0.1831, -0.202
O, 0.1179, -0.0201, -0.2747
O, -0.052, -0.1263, -0.1873
O, -0.1809, 0.2393, -0.0553
O, 0.1311, 0.0692, -0.1573
O, 0.0397, 0.2093, 0.0036
O, 0.4022, -0.1557, -0.4577
O, -0.1419, 0.2532, -0.5911
O, -0.2622, -0.0165, 0.0309
O, -0.1375, 0.0767, -0.253
O, 0.1015, 0.282, -0.4245
O, 0.0711, 0.184, -0.429
O, -0.1613, -0.1731, -0.265
O, 0.1539, 0.2173, -0.1363
O, -0.0047, 0.1574, -0.0624
O, -0.0669, -0.0809, -0.0763
O, -0.1295, 0.0022, -0.2236
O, 0.0578, -0.2948, -0.2857
O, 0.152, -0.0465, -0.1634
O, 0.1577, -0.2578, -0.0358
O, 0.2141, 0.4013, -0.2219
O, -0.0145, -0.2765, -0.1963
O, 0.0165, -0.1765, -0.0452
O, -0.0733, -0.1402, -0.3204
O, 0.2003, 0.0825, -0.1829
O, -0.2468, -0.2437, -0.7777
O, -0.1185, 0.1036, -0.4153
O, 0.1788, -0.012, -0.2127
O, 0.0959, 0.0395, -0.2518
O, -0.0635, -0.2795, -0.3493
O, 0.0031, 0.0655, -0.1322
O, -0.0761, 0.1184, -0.1018
O, -0.1342, -0.1953, -0.2609
O, -0.1782, 0.0195, 0.0464
O, 0.2298, 0.0872, -0.2658
O, 0.1276, -0.044, -0.2611
O, -0.0995, -0.1365, -0.1854
O, 0.0492, 0.2404, -0.0176
O, 0.2485, -0.3061, -0.1616
O, 0.0216, -0.1353, -0.475
O, -0.0886, 0.0201, 0.0282
O, 0.164, 0.0477, -0.5878
O, -0.2099, -0.0385, 0.0331
O, -0.2498, 0.3646, -0.3754
O, -0.1769, -0.2768, -0.103
O, -0.0825, 0.2594, -0.3945
O, 0.1062, 0.056, -0.2586
O, -0.3468, 0.0706, -0.0746
O, 0.1695, 0.0817, -0.3586
O, -0.037, -0.1736, -0.3067
O, -0.0796, 0.0026, -0.4817
O, -0.0659, 0.3033, 0.1762
O, 0.1056, -0.1394, -0.1863
O, -0.2763, -0.1784, -0.06
O, -0.0981, 0.1311, -0.0534
O, -0.1365, -0.2437, 0.1652
O, -0.5082, 0.2124, 0.2283
O, -0.1307, -0.2334, -0.5227
O, -0.2991, 0.1386, 0.2308
O, 0.0785, 0.0051, 0.1264
O, 0.0148, 0.3497, 0.1364
O, -0.0878, -0.2206, -0.2593
O, -0.1669, 0.1128, -0.192
O, 0.0844, 0.1702, -0.2621
O, -0.1251, 0.0514, 0.1072
O, -0.0037, 0.0963, -0.1161
O, -0.065, -0.209, -0.1849
O, -0.0546, 0.0488, -0.0419
O, 0.2036, 0.0877, 0.3319
O, -0.1749, -0.3904, -0.269
O, 0.1969, 0.0759, 0.1375
O, -0.1336, 0.089, -0.1524
O, -0.1832, 0.0762, -0.1707
O, -0.1667, -0.0356, 0.0188
O, 0.0476, -0.0637, 0.1441
O, -0.0109, 0.0425, 0.1444
O, -0.06, 0.1049, 0.1051
O, -0.1919, -0.0776, -0.1365
O, 0.0296, -0.3443, -0.1053
O, 0.1061, -0.1535, -0.3254
O, -0.1235, 0.0191, -0.2209
O, -0.254, 0.0964, 0.1881
O, -0.0836, 0.0279, -0.0973
O, 0.2168, 0.19, 0.0941
O, 0.1939, 0.0991, -0.1535
O, -0.0527, -0.0457, -0.1923
O, 0.0295, -0.045, 0.0633
O, 0.0814, 0.3828, 0.0013
O, -0.0505, 0.2328, 0.3713
O, -0.3089, -0.1698, -0.3796
O, -0.2673, -0.2385, -0.3036
O, 0.0471, -0.1436, 0.1158
O, 0.1811, -0.1907, -0.0564
O, -0.0131, 0.1226, -0.2225
O, 0.2522, 0.0092, -0.0482
O, -0.03, -0.0952, -0.1499
O, -0.212, -0.1316, 0.1595
O, 0.0621, 0.2591, -0.2972
O, 0.2198, 0.1709, -0.0521
O, 0.2205, -0.2063, -0.3907
O, -0.2676, 0.2148, -0.2156
O, 0.1099, 0.0363, -0.1315
O, 0.1223, 0.2167, 0.2204
O, -0.1332, -0.1158, -0.3146
O, 0.263, 0.2757, -0.4453
O, -0.0524, -0.0964, -0.4179
O, -0.2659, 0.1794, -0.2957
O, -0.1505, 0.1229, -0.236
O, -0.0796, -0.015, -0.1042
O, -0.1506, -0.1592, -0.1031
O, -0.1846, 0.2186, -0.3069
O, 0.1028, -0.0971, 0.044
O, 0.0532, -0.3252, 0.4232
O, 0.0753, 0.0955, -0.6224
O, 0.1666, -0.1935, -0.0897
O, 0.2974, -0.1557, -0.2987
O, 0.266, -0.1359, 0.1618
O, -0.0034, -0.1377, 0.0338
O, 0.2977, -0.0569, -0.0569
O, -0.2486, -0.1314, -0.2932
O, 0.1694, -0.196, -0.1093
O, 0.187, -0.1961, -0.3887
O, 0.1502, -0.1987, -0.1471
O, -0.0812, -0.0278, -0.0134
O, -0.0546, -0.0893, 0.0977
O, -0.0229, 0.2671, 0.0532
O, -0.0498, -0.0243, -0.009
O, 0.0791, -0.1429, -0.3971
O, 0.0979, -0.2636, -0.0122
O, 0.235, 0.2906, -0.1779
O, 0.0317, 0.1388, -0.1229
O, 0.0301, 0.1583, 0.3399
O, 0.3439, -0.0584, -0.0281
O, 0.1895, -0.2673, -0.3326
O, 0.2444, 0.3202, -0.2641
O, 0.1287, -0.1811, -0.0911
O, 0.0931, -0.1004, 0.1538
O, -0.082, -0.1532, -0.0931
O, 0.0438, -0.001, -0.5245
O, -0.312, -0.0394, -0.4497
O, 0.15, 0.0402, 0.1355
O, -0.1459, 0.2703, -0.0331
O, -0.1557, 0.0668, 0.254
O, -0.271, 0.091, -0.3284
O, 0.1548, 0.156, 0.11
O, 0.059, 0.3721, -0.143
O, 0.2237, -0.1903, 0.0287
O, -0.1392, -0.0491, -0.0213
O, 0.1071, 0.1566, -0.1926
O, -0.1312, -0.3188, -0.1475
O, 0.0073, -0.1715, 0.2258
O, 0.1336, 0.1762, -0.149
O, -0.0261, 0.233, 0.1558
O, -0.1755, -0.0504, 0.0655
O, 0.0326, -0.0806, 0.0764
O, -0.1432, 0.07, -0.056
O, 0.2385, 0.0734, 0.0145
O, 0.1564, -0.095, -0.0038
O, 0.4142, 0.2684, 0.4782
O, 0.147, 0.1879, 0.1585
O, -0.0066, 0.2244, -0.0178
O, -0.2339, 0.2683, 0.1868
O, -0.0612, 0.0433, 0.0686
O, 0.2385, 0.0243, 0.2877
O, -0.1269, -0.0451, -0.0511
O, -0.1307, -0.2474, 0.1663
O, -0.1399, -0.2041, 0.168
O, -0.2776, -0.0584, -0.0595
O, 0.0395, 0.143, 0.2745
O, 0.1002, 0.2899, 0.0233
O, 0.1089, -0.0252, -0.0753
O, -0.0462, -0.156, -0.1093
O, -0.1056, -0.2045, -0.2536
O, 0.2733, 0.1525, -0.2344
O, 0.0087, -0.0961, 0.2701
O, -0.1612, 0.0247, 0.1184
O, -0.0911, 0.0951, -0.0548
O, -0.1339, 0.2241, -0.0676
O, 0.0978, 0.1033, 0.2336
O, -0.2244, -0.0877, -0.1457
O, -0.1838, 0.116, -0.1652
O, 0.2702, 0.0932, 0.2347
O, -0.3654, -0.1254, -0.2261
O, 0.1402, 0.1092, 0.0336
O, -0.0721, 0.1789, 0.0854
O, 0.084, 0.1953, -0.2653
O, 0.0916, 0.0446, 0.1125
O, 0.1252, 0.1619, 0.0002
O, 0.0049, 0.2461, -0.1139
O, -0.239, 0.0108, -0.3793
O, 0.0954, -0.0971, -0.1763
O, 0.051, 0.1634, 0.2891
O, -0.1899, -0.1114, 0.2329
O, 0.2455, -0.1422, -0.0226
O, 0.1078, -0.1089, 0.0029
O, -0.0743, -0.1304, 0.1899
O, -0.0498, 0.2025, -0.06
O, -0.081, -0.0946, 0.22
O, 0.0723, -0.1087, 0.2067
O, -0.0041, 0.0899, 0.1633
O, -0.0305, -0.3778, -0.0537
O, -0.0193, 0.0237, 0.2203
O, -0.1268, 0.2337, 0.1539
O, 0.1033, 0.1964, 0.395
O, 0.1687, 0.069, 0.0597
O, 0.0348, 0.2324, -0.0675
O, -0.0902, 0.0987, -0.049
O, 0.2948, -0.1431, 0.2548
O, 0.1013, -0.2289, -0.0617
O, -0.2484, 0.0961, 0.272
O, 0.0645, 0.0254, 0.1948
O, -0.1919, -0.059, -0.0129
O, 0.2056, -0.1415, 0.1227
O, 0.1653, 0.1717, 0.3265
O, -0.2072, 0.0331, -0.0584
O, -0.0146, -0.2108, -0.038
O, 0.2538, -0.0911, -0.1347
O, 0.0543, -0.3235, 0.0161
O, 0.2598, -0.0517, 0.1421
O, 0.0719, 0.1194, 0.0784
O, -0.1352, -0.0993, 0.3633
O, 0.0347, -0.0339, 0.2984
O, -0.0385, 0.0135, 0.1789
O, -0.0633, -0.4698, 0.1818
O, -0.0213, -0.0596, 0.1621
O, -0.0512, 0.1839, -0.1538
O, -0.2026, 0.1947, -0.4483
O, -0.0286, -0.0474, 0.3286
O, 0.0022, 0.3683, 0.1274
O, -0.1139, 0.107, 0.2288
O, 0.1509, -0.024, 0.2944
O, -0.1246, 0.2948, 0.0201
O, 0.0905, 0.0403, 0.0581
O, 0.0729, -0.117, 0.1471
O, 0.2652, -0.1188, 0.3368
O, 0.0407, 0.3329, 0.271
O, -0.0582, -0.28, -0.1107
O, 0.052, 0.0039, 0.1705
O, 0.3159, -0.2957, -0.4596
O, -0.1457, -0.2301, 0.1605
O, 0.0771, -0.1574, -0.2284
O, -0.2016, 0.0128, -0.0356
O, 0.0078, 0.2236, 0.1122
O, -0.1959, 0.2144, 0.2092
O, 0.0296, -0.1649, 0.0742
O, 0.177, 0.1048, -0.3646
O, 0.0533, 0.0322, 0.0589
O, -0.16, -0.1342, -0.2981
O, -0.0959, 0.0529, -0.1136
O, 0.0855, 0.0462, -0.054
O, 0.0613, -0.1225, -0.0675
O, 0.0078, 0.0009, 0.1129
Si, -0.0324, -0.0109, -0.0215
Si, 0.0042, 0.0348, -0.0186
Si, 0.0427, -0.0261, -0.0626
Si, 0.0085, 0.0708, -0.0362
Si, -0.0464, -0.0141, -0.0195
Si, -0.0163, -0.0191, 0.059
Si, 0.0415, 0.0632, -0.0041
Si, -0.008, -0.1049, -0.013
Si, -0.0745, -0.0433, -0.0507
Si, -0.0359, 0.0045, -0.0506
Si, 0.0036, 0.0017, -0.0669
Si, -0.0491, -0.0229, 0.0058
Si, -0.0241, -0.0923, -0.0006
Si, 0.0999, -0.0658, -0.0604
Si, -0.0251, -0.0008, -0.0856
Si, -0.0364, -0.0565, -0.0296
Si, -0.0286, 0.0049, -0.0473
Si, 0.0616, 0.0179, -0.0254
Si, 0.0682, 0.0294, 0.003
Si, -0.0901, -0.035, -0.0722
Si, 0.0166, -0.0404, 0.0212
Si, 0.003, -0.0483, -0.0169
Si, -0.0083, -0.0302, -0.0129
Si, 0.0469, 0.029, 0.0767
Si, 0.0316, 0.111, 0.0191
Si, 0.0157, 0.0149, 0.0099
Si, -0.0199, 0.0053, -0.032
Si, 0.0035, 0.0304, -0.0323
Si, -0.0608, -0.0578, -0.0046
Si, 0.0049, -0.0923, -0.0107
Si, 0.0239, 0.0439, -0.0345
Si, 0.0045, 0.0143, -0.0398
Si, -0.0126, -0.0314, -0.0557
Si, 0.0432, 0.0129, -0.033
Si, -0.0632, -0.0555, 0.0315
Si, 0.0245, -0.0563, -0.0142
Si, 0.0112, -0.0226, -0.0192
Si, -0.0423, -0.0285, 0.0122
Si, -0.0225, -0.012, -0.0014
Si, -0.0073, -0.0142, -0.0057
Si, 0.0781, -0.0192, 0.0057
Si, -0.0722, 0.0243, -0.0088
Si, 0.0015, 0.0078, 0.0155
Si, -0.0171, 0.0429, 0.0174
Si, 0.0144, 0.0537, -0.0029
Si, 0.0516, 0.0348, 0.0195
Si, -0.0123, 0.0872, -0.0204
Si, 0.0028, 0.0521, -0.0172
Si, 0.0113, 0.0045, -0.0145
Si, -0.018, -0.002, 0.0443
Si, 0.0149, 0.0297, -0.0036
Si, 0.0508, 0.0262, -0.0263
Si, -0.0088, 0.013, -0.0309
Si, -0.0134, -0.039, -0.0269
Si, 0.0183, -0.0504, 0.0006
Si, 0.0126, 0.0407, -0.001
Si, -0.0072, 0.0322, 0.009
Si, 0.0373, 0.0219, 0.0117
Si, -0.0085, 0.055, 0.0108
Si, -0.0243, -0.0213, 0.0165
Si, -0.021, -0.0178, -0.0015
Si, -0.0686, 0.0334, 0.0104
Si, -0.0179, 0.0275, -0.0018
Si, -0.0063, 0.0234, 0.0301
Si, -0.0052, 0.0572, 0.0016
Si, -0.0169, 0.0404, 0.0047
Si, -0.0133, -0.0193, -0.0481
Si, 0.0258, 0.016, -0.0304
Si, -0.0212, 0.0196, -0.0074
Si, 0.0156, -0.0166, -0.0086
Si, -0.0049, 0.0572, 0.0011
Si, 0.024, -0.0155, -0.0117
Si, -0.019, -0.0277, -0.0157
Si, -0.011, -0.0402, 0.0081
Si, 0.0266, 0.0404, -0.0081
Si, -0.0048, -0.0074, -0.0075
Si, 0.0021, -0.0135, -0.0074
Si, -0.0231, 0.0157, 0.0035
Si, -0.0076, -0.0517, 0.0118
Si, 0.0305, 0.02, 0.0104
Si, -0.0106, -0.0274, 0.0026
Si, 0.0279, -0.0321, 0.0062
Si, -0.0246, -0.0146, 0.014
Si, -0.0032, -0.0491, -0.0028
Si, 0.0051, -0.0235, -0.0121
Si, 0.0501, -0.0041, -0.0115
Si, -0.018, -0.0093, 0.0081
Si, 0.0559, -0.0013, 0.006
Si, -0.02, -0.0235, 0.0117
Si, -0.0099, 0.0026, 0.0082
Si, -0.0177, -0.0273, -0.0028
Si, -0.0146, 0.022, 0.0174
Si, 0.0229, 0.0127, 0.0054
Si, -0.0594, -0.0652, -0.002
Si, 0.0384, -0.0151, -0.0013
Si, 0.0215, 0.0115, -0.0157
Si, 0.0202, -0.0171, -0.0026
Si, -0.0233, -0.0146, 0.0073
Si, 0.0012, -0.0189, 0.0014
Si, 0.0435, -0.0067, -0.003
Si, 0.0129, 0.009, 0.0133
Si, -0.0084, -0.0421, -0.0067
Si, -0.0059, -0.0088, 0.0011
Si, 0.015, -0.0105, 0.0122
Si, -0.059, -0.0359, 0.0101
Si, 0.0164, -0.0113, 0.0039
Si, 0.0115, -0.0076, 0.0007
Si, -0.0166, 0.0037, -0.0026
Si, 0.007, -0.0033, -0.005
Si, -0.0064, 0.0001, -0.0021
Si, 0.0122, -0.0093, 0.0075
Si, -0.0151, 0.0222, 0.0023
Si, -0.0006, 0.0228, 0.0048
Si, 0.0015, 0.0151, 0.0006
Si, 0.0071, 0.0278, -0.0057
Si, 0.0009, -0.0113, 0.0089
Si, 0.0088, 0.0364, -0.0113
Si, 0.0084, 0.0175, -0.0013
Si, -0.0044, 0.0161, -0.0001
Si, -0.0098, 0.0466, 0.0025
Si, 0, -0.0066, -0.0093
Si, -0.0012, -0.0039, 0.0086
Si, 0.0082, 0.0043, -0.0015
Si, -0.0198, 0.0201, 0.0085
Si, 0.0163, -0.0003, -0.0071
Si, -0.0077, 0.0254, -0.0023
Si, 0.0062, 0.029, 0.0036
Si, -0.0047, -0.0062, -0.0081
Si, -0.019, 0.0216, 0.0042
Si, 0.0432, 0.0165, -0.0076
Si, -0.0107, 0.0082, 0.0086
Si, -0.0103, 0.0192, 0.0103
Si, -0.0249, 0.0012, 0.0044
Si, -0.0044, -0.0045, 0.0065
Si, -0.0153, 0.042, 0.0079
Si, -0.0306, 0.0102, 0.0026
Si, 0.0031, 0.002, -0.0054
Si, 0.0069, 0.0189, 0.0089
Si, 0.0087, 0.007, -0.0177
Si, -0.0018, 0.0347, 0.0073
Si, 0.0127, 0.0133, -0.003
Si, 0, 0.0291, -0.0185
Si, 0.004, -0.0047, 0.0116
Si, -0.0026, 0.0345, 0.0039
Si, -0.0101, -0.0306, 0.0022
Si, -0.0068, -0.0309, -0.0053
Si, 0.0047, -0.0094, -0.0071
Si, -0.001, -0.0062, 0.0047
Si, 0.0026, -0.0019, -0.0001
Si, -0.0044, -0.0103, 0.0043
Si, 0.0031, -0.0108, 0.0002
Si, 0.009, -0.0131, 0.0034
Si, 0.0042, -0.0257, -0.0002
Si, 0.0192, -0.0074, 0.0019
Si, -0.0086, -0.0272, 0.0014
Si, 0.0079, -0.0163, 0.004
Si, 0.0122, -0.0073, -0.002
Si, 0.0216, -0.0124, 0.0016
Si, 0.0055, -0.0168, -0.0106
Si, 0.0252, 0.0023, -0.0021
Si, -0.0094, -0.0014, -0.0023
Si, -0.0172, -0.0147, 0.0024
Si, -0.0132, 0.0107, 0.008
Si, -0.0177, -0.019, 0.004
Si, -0.0169, -0.0331, 0.0052
Si, -0.0188, -0.0177, -0.0023
Si, 0.0215, -0.0134, 0.0047
Si, 0.0127, -0.0125, 0.0043
Si, -0.0017, -0.0108, 0.0081
Si, 0.0069, -0.012, -0.0026
Si, 0.0203, -0.0107, -0.0013
Si, 0.0217, -0.0061, -0.0029
Si, 0.0147, -0.012, -0.0018
Si, 0.0095, 0.0033, 0.0018
Si, -0.0018, 0.0023, -0.0011
Si, 0.0014, -0.0271, -0.0012
Si, -0.0313, -0.0235, 0.0044
Si, -0.0153, -0.0265, 0.0038
Si, -0.0019, -0.0026, 0.001
Si, -0.0112, -0.0226, 0.0104
Si, 0.0009, 0.004, 0.0002
Si, -0.0065, 0.0037, -0.0016
Si, -0.0103, 0.0089, -0.0009
Si, -0.006, 0.0083, 0.0025
Si, 0.001, 0.0186, 0.0001
Si, -0.0005, 0.0118, -0.0013
Si, 0.0095, 0.0141, -0.002
Si, 0.0115, 0.0195, -0.002
Si, 0.007, 0.0181, -0.0058
Si, -0.0031, 0.021, -0.0013
Si, -0.0031, 0.0237, -0.0001
Si, 0.0023, 0.003, 0.0025
Si, -0.001, 0.0051, 0.0028
Si, -0.0045, 0.0033, 0.0033
Si, -0.0103, 0.0048, -0.0013
Si, -0.0214, 0.015, 0.0073
Si, 0.0038, 0.0178, 0.0034
Si, -0.0006, 0.0236, -0.0048
Si, 0.0065, 0.0001, -0.0057
Si, 0.0091, 0.0084, -0.0079
Si, 0.0035, 0.0226, -0.0055
Si, 0.0013, 0.0115, -0.0023
Si, -0.013, 0.0255, 0.0037
Si, 0.002, 0.0011, 0.0026
Si, -0.008, -0.0037, 0.0017
Si, -0.0146, -0.0043, -0.0012
Si, -0.0139, 0.0112, 0.0019
Si, -0.0084, 0.0185, 0.0022
Si, -0.0051, 0.0159, 0.0002
Si, 0.007, 0.0165, 0.0019
Si, 0.0068, 0.0261, -0.0031
Si, 0.0103, 0.0261, -0.0036
Si, 0.0085, 0.0188, -0.0049
Si, 0.0043, 0.0228, -0.0018
Si, 0.0011, 0.0178, 0.0039
Si, -0.0018, 0.0211, 0.0023
Si, 0.0063, -0.0158, -0.005
Si, 0.0022, -0.0104, -0.0015
Si, 0.0143, -0.0227, -0.0039
Si, 0.0096, -0.0157, -0.0034
Si, 0.0034, 0.0003, -0.0011
Si, 0.0032, -0.0081, 0.0005
Si, -0.0028, -0.0179, -0.0045
Si, -0.0027, 0.0085, -0.0016
Si, -0.0085, -0.0167, 0.0031
Si, 0.0032, -0.0243, 0.0017
Si, 0.0074, -0.0222, 0.0047
Si, 0.0056, -0.0148, 0.005
Si, -0.0021, -0.0158, -0.0033
Si, 0.0005, -0.0015, 0.0028
Si, 0.0111, -0.01, -0.0041
Si, 0.0079, -0.0129, -0.0056
Si, -0.0035, -0.0103, -0.0013
Si, 0.005, -0.0045, 0.0003
Si, -0.0179, -0.0153, 0.0009
Si, -0.002, -0.0034, 0.0004
Si, 0.0019, -0.0227, 0.0048
Si, -0.0098, -0.023, 0.0034
Si, 0.0017, -0.0042, 0.0043
Si, -0.0034, -0.0184, 0.0005
Si, 0.0048, -0.0086, 0.0018
Si, 0.0028, -0.0226, 0.0012
Si, 0.0137, -0.0017, -0.0032
Si, 0.0132, -0.0143, -0.0018
Si, 0.004, -0.0058, -0.0006
Si, 0.0082, -0.0042, 0.0009
Si, -0.0117, -0.0265, -0.0008
Si, 0.0003, -0.004, -0.0033
Si, -0.0019, -0.0246, 0.0065
Si, -0.0085, -0.0279, -0.0014
Si, -0.0094, -0.0168, 0.0064
Si, -0.0012, -0.0179, 0.0085
Si, -0.0124, -0.0054, -0.0052
Si, 0.0007, 0.002, -0.0037
Si, -0.0199, 0.0143, 0.0003
Si, -0.0153, 0.0033, -0.0006
Si, -0.0032, 0.0087, 0.0005
Si, -0.0127, 0.0239, 0.0071
Si, 0.0128, 0.0193, -0.0037
Si, 0.0092, 0.0131, -0.0091
Si, 0.0187, 0.019, -0.0005
Si, 0.005, 0.0148, -0.0081
Si, -0.0132, 0.0043, 0.0004
Si, 0.014, 0.0224, -0.0036
Si, 0.0113, 0.0053, 0
Si, -0.002, -0.0057, -0.0016
Si, -0.019, 0.0058, 0.0048
Si, -0.0016, -0.0006, 0.0051
Si, -0.0079, 0.0244, 0.0018
Si, -0.0058, 0.02, 0.004
Si, 0.0011, 0.0154, -0.0083
Si, -0.008, 0.0246, -0.0062
Si, 0.0012, 0.0198, -0.001
Si, -0.011, 0.0175, -0.0041
Si, -0.0006, -0.002, -0.0018
Si, -0.0008, 0.0196, 0.0012
Si, -0.0015, 0.0007, 0.0015
Si, -0.0053, 0.0124, -0.0038
Si, 0.0024, 0.0036, 0.0035
Si, -0.0074, 0.0116, -0.0023
Si, 0.0048, 0.0365, -0.0005
Si, 0.0019, 0.0191, 0.0065
Si, 0.0077, 0.0171, -0.004
Si, 0.0179, 0.0234, -0.0056
Si, -0.0062, 0.0146, -0.0018
Si, 0.0191, 0.0179, 0.0032
Si, 0.0003, 0.0259, -0.0032
Si, -0.0083, 0.0084, -0.0024
